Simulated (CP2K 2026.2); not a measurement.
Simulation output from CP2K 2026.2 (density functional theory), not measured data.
Periodic cell of 1152 atoms, Si864O288, from a study of silicon, its oxide and their interface. The atomic structure is a simulated model.
Doubt: the forces sum to 4.26 eV/angstrom along one axis rather than to zero, so they err by at least 0.0037 eV/angstrom per atom on average; the grid cutoff is modest.

Settings: functional PBE; method Gaussian and plane waves; basis set DZVP-MOLOPT-SR-GTH; pseudopotentials GTH-PBE; grid cutoff 350 Ry, relative cutoff 50 Ry; k points Gamma only; occupations fixed; spin none; net charge 0.

Cell vectors (angstrom)
a, 32.64, 0, 0
b, 0, 16.32, 0
c, -2.9667, -2.3203, 38.6155

Atoms: element, x, y, z (angstrom)
Si, 1.4231, 14.6549, 0.0834
Si, 0.8302, -0.7997, 38.5295
Si, -1.4152, 1.4458, 38.595
Si, 1.4535, 4.192, 38.5293
Si, 1.0756, 9.8736, 0.0575
Si, 3.8033, 12.5093, 0.0868
Si, 4.0886, 12.3238, 38.5258
Si, 9.9073, 1.0854, 0.1699
Si, 6.6683, 4.3148, 0.021
Si, 9.8133, 6.3715, 0.079
Si, 3.8424, 7.3197, 38.3475
Si, 6.3386, 10.1052, 38.4572
Si, 12.1071, 15.2093, 0.1362
Si, 15.2077, 1.0083, 0.2048
Si, 12.04, 4.1375, 0.2061
Si, 14.6428, 7.1117, 0.3032
Si, 12.4063, 9.2769, 0.0902
Si, 15.3093, 12.0091, 0.1022
Si, 17.4821, 15.1829, 0.138
Si, 20.1931, 1.717, 0.2591
Si, 17.9111, 3.9139, 0.1822
Si, 20.6833, 6.5631, 0.0852
Si, 17.4918, 9.8372, 0.3152
Si, 20.6704, 12.0187, 0.1005
Si, 20.5944, 12.3648, 38.2248
Si, 23.0382, -1.1099, 38.5409
Si, 22.8642, 4.3506, 0.2355
Si, 25.803, 6.7861, 0.2202
Si, 22.9667, 9.7688, 0.2239
Si, 22.747, 10.0285, 38.59
Si, 28.1942, 15.2632, 0.0327
Si, 31.1439, 1.4756, 0.2727
Si, 26.0056, 1.379, 38.5922
Si, 30.9485, 6.9669, 0.0435
Si, 28.7478, 9.209, 0.013
Si, 31.3621, 11.9743, 0.0382
Si, 2.6148, 0.0179, 1.2745
Si, 5.4469, 2.6608, 1.1947
Si, 2.7486, 5.4098, 1.2007
Si, 5.5395, 8.1638, 1.1537
Si, 2.7044, 10.8861, 1.3732
Si, 5.4977, 13.5644, 1.3086
Si, 8.197, 16.2292, 1.2622
Si, 10.929, 2.6364, 1.5763
Si, 8.1729, 5.4073, 1.4341
Si, 10.8647, 8.0699, 1.3588
Si, 8.1952, 10.8543, 1.2153
Si, 10.8631, 13.5686, 1.2558
Si, 13.6374, -0.0527, 1.5491
Si, 16.3143, 2.709, 1.409
Si, 13.5677, 5.4088, 1.4746
Si, 16.2791, 8.2451, 1.5243
Si, 13.6183, 10.8871, 1.332
Si, 16.3766, 13.5919, 1.4662
Si, 19.0522, 0.0395, 1.4174
Si, 21.7498, 2.8054, 1.5659
Si, 19.0544, 5.5127, 1.4317
Si, 21.7914, 8.142, 1.4251
Si, 19.0686, 11.0061, 1.5315
Si, 21.842, 13.754, 1.1209
Si, 24.4536, -0.0147, 1.1636
Si, 27.2208, 2.7313, 1.2589
Si, 24.4438, 5.4577, 1.5379
Si, 27.1552, 8.2228, 1.4364
Si, 24.5705, 10.9119, 1.4396
Si, 27.1717, 13.6016, 1.3273
Si, 29.8185, -0.0319, 1.4142
Si, 0.0413, 2.7304, 1.4645
Si, 29.8809, 5.3858, 1.3688
Si, -0.0353, 8.1576, 1.241
Si, 29.8593, 10.7946, 1.353
Si, 32.4802, 13.5595, 1.3786
Si, 1.3595, 1.3247, 2.763
Si, 4.0955, 4.0417, 2.6065
Si, 1.3782, 6.7924, 2.5664
Si, 4.1213, 9.4655, 2.5877
Si, 1.3153, 12.2497, 2.7228
Si, 4.0826, 14.9859, 2.606
Si, 6.81, 1.3116, 2.5878
Si, 9.491, 4.0189, 2.8057
Si, 6.8319, 6.8638, 2.6753
Si, 9.5152, 9.5026, 2.6388
Si, 6.8184, 12.1668, 2.6509
Si, 9.5248, 14.8999, 2.6881
Si, 12.3245, 1.3385, 2.8948
Si, 14.9756, 4.0706, 2.7764
Si, 12.2005, 6.7708, 2.8115
Si, 14.9163, 9.5938, 2.8403
Si, 12.233, 12.2432, 2.6559
Si, 14.9738, 14.8813, 2.8435
Si, 17.6815, 1.3772, 2.8016
Si, 20.3713, 4.1643, 2.8725
Si, 17.6817, 6.8518, 2.7827
Si, 20.4063, 9.5172, 2.7706
Si, 17.7399, 12.3372, 2.8821
Si, 20.4852, 14.9923, 2.6525
Si, 23.1559, 1.3163, 2.6731
Si, 25.8775, 4.0417, 2.7136
Si, 23.1316, 6.8582, 2.8602
Si, 25.8812, 9.5834, 2.8236
Si, 23.12, 12.3441, 2.6406
Si, 25.7838, 14.9792, 2.6603
Si, 28.5028, 1.3856, 2.7357
Si, 31.3066, 4.1291, 2.7491
Si, 28.4969, 6.7444, 2.7218
Si, 31.2712, 9.4724, 2.7048
Si, 28.5492, 12.241, 2.6781
Si, 31.1993, 14.9426, 2.7421
Si, -0.0331, -0.0266, 4.0777
Si, 2.7566, 2.7138, 4.0432
Si, 0.0474, 5.486, 4.0441
Si, 2.7376, 8.1294, 3.9644
Si, -0.0157, 10.8526, 4.0643
Si, 2.7232, 13.6258, 4.0087
Si, 5.4405, -0.0058, 3.9962
Si, 8.1048, 2.6472, 4.0657
Si, 5.4405, 5.4368, 3.979
Si, 8.1647, 8.1929, 4.0627
Si, 5.4361, 10.8338, 4.004
Si, 8.1564, 13.5493, 4.0383
Si, 10.8696, -0.0564, 4.1029
Si, 13.65, 2.7386, 4.1935
Si, 10.843, 5.4123, 4.1455
Si, 13.5691, 8.1676, 4.1418
Si, 10.8779, 10.8649, 4.0169
Si, 13.5629, 13.5468, 4.1265
Si, 16.3329, -0.0088, 4.1457
Si, 19.0253, 2.744, 4.1674
Si, 16.335, 5.4487, 4.1171
Si, 19.0459, 8.1878, 4.1481
Si, 16.3296, 10.9327, 4.1624
Si, 19.1421, 13.6878, 4.132
Si, 21.7927, 0.0104, 4.0732
Si, 24.5142, 2.6722, 4.0547
Si, 21.7653, 5.4935, 4.1942
Si, 24.5113, 8.2156, 4.1629
Si, 21.7944, 10.9345, 4.0465
Si, 24.458, 13.6403, 4.0711
Si, 27.1521, 0.0031, 4.0628
Si, 29.92, 2.7341, 4.0668
Si, 27.1793, 5.4128, 4.1125
Si, 29.9063, 8.1145, 4.0566
Si, 27.2354, 10.9354, 4.1301
Si, 29.8893, 13.5673, 4.0906
Si, 1.3794, 14.9624, 21.7653
Si, 4.0863, 1.3548, 21.7821
Si, 1.3448, 4.0705, 21.7757
Si, 4.0605, 6.7805, 21.7582
Si, 1.3717, 9.5202, 21.8142
Si, 4.0938, 12.2382, 21.7664
Si, 6.8025, 14.9778, 21.7827
Si, 9.5259, 1.3885, 21.7274
Si, 6.789, 4.0806, 21.7697
Si, 9.4996, 6.7904, 21.7748
Si, 6.8167, 9.5046, 21.7366
Si, 9.5396, 12.2475, 21.7415
Si, 12.2486, 14.9816, 21.7448
Si, 14.9461, 1.3704, 21.7637
Si, 12.2248, 4.0713, 21.7514
Si, 14.9705, 6.8026, 21.6733
Si, 12.22, 9.5381, 21.7105
Si, 14.9512, 12.2554, 21.738
Si, 17.6708, 14.983, 21.7163
Si, 20.3795, 1.3434, 21.7229
Si, 17.6466, 4.0655, 21.738
Si, 20.3872, 6.8071, 21.7191
Si, 17.6698, 9.5318, 21.7132
Si, 20.428, 12.2898, 21.6772
Si, 23.1318, 14.9445, 21.7721
Si, 25.8357, 1.3516, 21.7334
Si, 23.1137, 4.104, 21.7107
Si, 25.8754, 6.8303, 21.7858
Si, 23.1597, 9.529, 21.7406
Si, 25.8574, 12.2351, 21.794
Si, 28.5644, 14.9302, 21.7804
Si, -1.3808, 1.3448, 21.785
Si, 28.5462, 4.0819, 21.7896
Si, -1.3774, 6.8072, 21.7913
Si, 28.5583, 9.5233, 21.8313
Si, -1.3659, 12.215, 21.8044
Si, 2.7348, -0.0073, 23.1497
Si, 5.447, 2.7154, 23.1396
Si, 2.6798, 5.4506, 23.1351
Si, 5.4951, 8.0905, 23.075
Si, 2.8044, 10.8454, 23.1568
Si, 5.4207, 13.6211, 23.1366
Si, 8.1734, 0.0631, 23.0967
Si, 10.8737, 2.7061, 23.1354
Si, 8.1522, 5.4103, 23.1563
Si, 10.8418, 8.217, 23.0808
Si, 8.1683, 10.886, 23.0798
Si, 10.9204, 13.5999, 23.0959
Si, 13.5746, 0.0333, 23.1359
Si, 16.3001, 2.7137, 23.1438
Si, 13.639, 5.4408, 23.0291
Si, 16.2947, 8.1583, 23.0552
Si, 13.5982, 10.8633, 23.0747
Si, 16.3035, 13.647, 23.0753
Si, 19.0209, -0.0065, 23.1059
Si, 21.7311, 2.7407, 23.0258
Si, 18.9914, 5.4598, 23.0588
Si, 21.7916, 8.146, 23.0482
Si, 19.0557, 10.9457, 22.9817
Si, 21.7438, 13.5989, 23.1282
Si, 24.5236, -0.0263, 23.1075
Si, 27.1551, 2.709, 23.1171
Si, 24.4992, 5.4362, 23.0734
Si, 27.1796, 8.2026, 23.222
Si, 24.4803, 10.8935, 23.15
Si, 27.2483, 13.5529, 23.1714
Si, 29.892, -0.0194, 23.146
Si, -0.015, 2.7025, 23.1316
Si, 29.8898, 5.4599, 23.1511
Si, -0.0358, 8.1782, 23.1612
Si, 29.9293, 10.8596, 23.2169
Si, 0.0245, 13.5917, 23.1003
Si, 1.3401, 1.3323, 24.4888
Si, 4.0473, 4.0744, 24.4585
Si, 1.3117, 6.8233, 24.5029
Si, 4.2472, 9.4494, 24.4697
Si, 1.4157, 12.2498, 24.439
Si, 4.0949, -1.3395, 24.548
Si, 6.8241, 1.3785, 24.5288
Si, 9.5072, 4.0366, 24.5068
Si, 6.7688, 6.7385, 24.5268
Si, 9.4391, 9.5148, 24.4987
Si, 6.8395, 12.2733, 24.4258
Si, 9.6044, -1.264, 24.389
Si, 12.253, 1.4085, 24.5458
Si, 14.9295, 4.1063, 24.4858
Si, 12.3083, 6.8661, 24.3001
Si, 14.9761, 9.5237, 24.4359
Si, 12.2459, 12.1836, 24.4543
Si, 14.9239, -1.3482, 24.4688
Si, 17.6599, 1.3215, 24.4977
Si, 20.3416, 4.0795, 24.3747
Si, 17.6207, 6.8046, 24.4288
Si, 20.4269, 9.5878, 24.2854
Si, 17.7173, 12.2898, 24.3613
Si, 20.3751, -1.358, 24.4804
Si, 23.1153, 1.39, 24.3424
Si, 25.7886, 4.0631, 24.4803
Si, 23.1606, 6.7888, 24.4203
Si, 25.8135, 9.6052, 24.6033
Si, 23.0873, 12.2264, 24.4997
Si, 25.8899, -1.4028, 24.4996
Si, 28.4724, 1.33, 24.4804
Si, -1.3881, 4.0705, 24.4686
Si, 28.5426, 6.8095, 24.5608
Si, -1.3635, 9.5009, 24.606
Si, 28.5861, 12.2014, 24.6108
Si, -1.348, -1.3897, 24.4646
Si, -0.0479, 0.0075, 25.8407
Si, 2.6531, 2.7405, 25.8073
Si, -0.091, 5.4585, 25.8579
Si, 2.8249, 8.1076, 25.7859
Si, 0.1178, 10.8698, 25.8312
Si, 2.7119, 13.6112, 25.8684
Si, 5.453, 0.0295, 25.9198
Si, 8.1916, 2.7021, 25.9766
Si, 5.4107, 5.3652, 25.8873
Si, 8.0991, 8.0941, 25.901
Si, 5.6546, 10.8246, 25.8262
Si, 8.1734, 13.7495, 25.662
Si, 10.9553, -0.0057, 25.8906
Si, 13.5502, 2.8146, 25.9388
Si, 10.9615, 5.4989, 25.5874
Si, 13.6197, 8.16, 25.7801
Si, 10.8027, 10.901, 25.8287
Si, 13.6678, 13.4883, 25.8064
Si, 16.238, 0.0051, 25.8819
Si, 19.0182, 2.7456, 25.7978
Si, 16.2929, 5.4622, 25.8601
Si, 19.0421, 8.2549, 25.5706
Si, 16.4198, 10.8786, 25.691
Si, 18.9981, 13.6153, 25.8414
Si, 21.76, 0.0808, 25.7034
Si, 24.4229, 2.6792, 25.8044
Si, 21.7715, 5.3811, 25.6798
Si, 24.3987, 8.1903, 25.8742
Si, 21.712, 10.8327, 25.813
Si, 24.4585, 13.5974, 25.8178
Si, 27.2187, -0.0696, 25.9348
Si, 29.8105, 2.7447, 25.7716
Si, 27.0935, 5.433, 25.8553
Si, 29.89, 8.1601, 26.01
Si, 27.2044, 10.9304, 26.0627
Si, 30.0329, 13.5414, 25.9054
Si, 1.0587, -1.5771, 27.1686
Si, 4.2101, 1.6345, 27.1294
Si, 1.4641, 4.2834, 27.1282
Si, 3.7649, 6.4422, 27.1661
Si, 1.8047, 9.7642, 27.0384
Si, 3.9939, 11.9679, 26.9641
Si, 7.1175, -1.1055, 27.1654
Si, 9.3687, 1.0806, 27.258
Si, 6.501, 3.7851, 27.2571
Si, 9.8162, 6.9425, 26.9713
Si, 6.972, 9.5232, 27.4025
Si, 9.6982, 12.6561, 26.9825
Si, 12.122, 14.6388, 27.098
Si, 15.1654, 1.6689, 27.2038
Si, 12.3734, 4.5064, 27.1388
Si, 14.7109, 6.606, 27.1876
Si, 11.9573, 9.2406, 27.0094
Si, 15.3076, 12.3407, 27.095
Si, 17.3734, -1.6026, 27.1641
Si, 20.6068, 1.598, 27.065
Si, 17.4467, 3.8581, 27.1481
Si, 20.5474, 7.0069, 26.7639
Si, 17.969, 9.7425, 27.0211
Si, 20.1285, 11.9705, 27.0906
Si, 23.3259, -1.0532, 26.9914
Si, 25.562, 1.0984, 27.138
Si, 22.8017, 3.8087, 27.0919
Si, 25.9159, 6.9903, 27.1743
Si, 22.7024, 9.1828, 27.1914
Si, 25.7509, 12.3494, 27.3251
Si, 28.9577, -1.1371, 27.1865
Si, -1.6473, 1.2369, 27.0763
Si, 28.6387, 4.257, 27.1513
Si, -1.6903, 6.4794, 27.2833
Si, 28.2286, 9.1759, 27.3524
Si, -0.9846, 12.3804, 27.2278
Si, 4.287, -1.4415, 34.5313
Si, 3.0041, -0.3223, 29.0435
Si, 6.3129, 6.3069, 31.6198
Si, 3.5541, 9.8341, 31.3405
Si, 5.1804, 7.9224, 29.4458
Si, -1.1653, 10.9949, 30.0752
Si, 18.7501, 9.0489, 33.218
Si, 12.445, 4.6514, 36.069
Si, -0.3245, 4.6601, 36.0852
Si, 10.3291, 5.0958, 29.2884
Si, 6.8658, 1.2204, 31.5015
Si, 3.8574, 12.7033, 31.2521
Si, 9.1173, -0.8459, 31.5045
Si, 14.9687, 9.4197, 34.4325
Si, 7.612, 3.9557, 30.1439
Si, 18.6968, 1.606, 31.6727
Si, 2.1721, 13.6344, 36.3046
Si, 12.129, 5.7093, 31.701
Si, 21.4612, 13.8693, 29.1551
Si, 19.2422, -0.266, 29.2623
Si, 16.5482, 6.2743, 36.7591
Si, 12.4819, 13.8254, 32.5484
Si, 24.6553, 3.4092, 33.9803
Si, 21.756, 0.8293, 36.5693
Si, 26.3766, 8.9361, 31.1668
Si, 13.3708, -1.7929, 29.9706
Si, 24.5344, 5.1824, 29.3318
Si, 19.6633, 1.5272, 34.6508
Si, 14.8246, 5.449, 32.4725
Si, 28.413, -1.4546, 31.8127
Si, 3.9125, 0.2625, 31.8538
Si, 29.6011, 2.1318, 33.7475
Si, -1.4655, 7.1904, 35.6967
Si, 27.3453, 1.2078, 31.8489
Si, 29.7836, 3.2889, 36.5908
Si, -0.506, 3.2094, 29.2907
Si, 9.6327, 4.7349, 34.6136
Si, 6.9495, 4.7507, 35.7647
Si, 5.5967, 0.5549, 36.5412
Si, 26.8217, 5.2479, 33.2912
Si, 24.0652, 5.7719, 32.2993
Si, -1.1763, -1.1095, 32.1117
Si, 8.8859, 11.1555, 29.3289
Si, 5.1505, 13.9127, 28.9491
Si, 27.7673, 10.2839, 35.667
Si, 0.8663, 6.8424, 31.8339
Si, 28.3621, 7.427, 34.5065
Si, 2.2446, 9.1762, 36.3978
Si, 11.8939, 10.1533, 29.8635
Si, 10.8814, 0.4659, 36.7466
Si, 15.1828, 0.4668, 34.5308
Si, 4.4003, 9.7944, 34.4267
Si, 6.317, 2.2097, 34.3222
Si, 10.8531, 2.8895, 32.613
Si, 15.489, 12.135, 35.8541
Si, 8.4877, 7.4749, 33.5154
Si, 10.8068, 11.3123, 33.5738
Si, 21.5033, 10.4025, 33.1871
Si, 16.6498, 7.9246, 29.2846
Si, 15.6939, 2.42, 32.2272
Si, 17.8366, 13.2413, 34.4936
Si, 27.6494, 13.4399, 29.325
Si, 25.8471, 12.6124, 35.6793
Si, 29.4803, -1.467, 36.2375
Si, 16.1557, 9.8509, 31.6997
Si, 23.4682, 13.8554, 33.9758
Si, 18.8242, 5.7206, 29.1052
Si, -1.5022, 5.9253, 30.1449
Si, 28.4755, 6.741, 31.6383
Si, -2.4274, 12.1565, 35.5995
Si, 17.6224, 8.8391, 35.8937
Si, 19.5693, 4.4313, 31.4677
Si, 24.2414, 2.7827, 36.8028
Si, 1.0372, 9.0221, 29.9779
Si, 28.601, 10.5884, 30.0576
Si, 27.2218, -1.0759, 34.7408
Si, 0.7908, 13.0461, 31.5579
Si, 3.5605, 5.5858, 33.0169
Si, -1.0697, -0.1084, 34.8935
Si, 0.4199, 11.9077, 34.4226
Si, 4.9575, 6.8855, 35.4242
Si, 17.7074, 6.0936, 32.8953
Si, 23.9518, 8.0908, 36.3839
Si, 0.4624, 8.7773, 34.2779
Si, 13.8922, 1.0032, 30.0769
Si, -0.8129, 1.9144, 31.9568
Si, 8.2828, 8.7464, 36.4387
Si, 11.0422, 0.0536, 33.6959
Si, 10.4993, 11.0331, 36.6562
Si, 8.3207, 12.409, 32.0163
Si, 13.3856, 2.0264, 36.1846
Si, 20.7785, 12.628, 35.0302
Si, 3.3603, 2.4929, 33.5445
Si, 5.5636, 12.4762, 33.6644
Si, 14.1879, 6.6329, 35.0428
Si, 10.7003, 1.2084, 30.0567
Si, 15.2414, 13.936, 33.6157
Si, 14.5095, 11.7233, 29.9231
Si, 19.8029, 4.6786, 34.3223
Si, 17.6691, -0.3578, 35.9666
Si, 24.3258, 10.3728, 29.4051
Si, 11.0651, 8.495, 32.3062
Si, 22.8646, 12.3141, 31.4091
Si, 0.7097, 2.0842, 34.6185
Si, 21.5059, 6.1374, 36.5573
Si, 24.9713, 0.3568, 33.5656
Si, 24.0768, 8.5223, 33.353
Si, 26.7942, 2.9787, 29.3564
Si, 1.3619, 14.9478, 5.4097
Si, 4.1056, 1.3514, 5.3984
Si, 1.3823, 4.0819, 5.3919
Si, 4.0754, 6.7756, 5.3636
Si, 1.3823, 9.4898, 5.3714
Si, 4.0755, 12.2277, 5.3534
Si, 6.7888, 14.9383, 5.3723
Si, 9.4925, 1.3183, 5.4318
Si, 6.7702, 4.0694, 5.3869
Si, 9.4894, 6.8104, 5.4485
Si, 6.7855, 9.5207, 5.417
Si, 9.5174, 12.21, 5.4087
Si, 12.2211, 14.9255, 5.4755
Si, 14.9872, 1.3507, 5.5178
Si, 12.2332, 4.0814, 5.4962
Si, 14.9577, 6.8064, 5.4682
Si, 12.2028, 9.5332, 5.4565
Si, 14.9441, 12.2456, 5.5098
Si, 17.7312, 14.9958, 5.4911
Si, 20.4285, 1.3686, 5.4552
Si, 17.6705, 4.0991, 5.5104
Si, 20.3974, 6.8417, 5.5245
Si, 17.6804, 9.5434, 5.4931
Si, 20.4441, 12.2589, 5.4584
Si, 23.1275, 14.9798, 5.4636
Si, 25.8404, 1.3501, 5.466
Si, 23.1551, 4.0626, 5.4374
Si, 25.8482, 6.798, 5.4738
Si, 23.1322, 9.5893, 5.4643
Si, 25.8352, 12.2876, 5.4442
Si, 28.5293, 14.958, 5.4185
Si, 31.2664, 1.3586, 5.4246
Si, 28.5731, 4.078, 5.4525
Si, 31.3021, 6.8039, 5.4227
Si, 28.5835, 9.5125, 5.4358
Si, 31.2731, 12.2131, 5.4322
Si, 2.7238, -0.0003, 6.7576
Si, 5.4323, 2.7181, 6.7762
Si, 2.7289, 5.4358, 6.7646
Si, 5.4228, 8.139, 6.7503
Si, 2.7247, 10.8689, 6.7361
Si, 5.4268, 13.5842, 6.7399
Si, 8.1327, -0.0372, 6.7801
Si, 10.8536, 2.6926, 6.8001
Si, 8.1263, 5.4251, 6.7728
Si, 10.8507, 8.1664, 6.812
Si, 8.1464, 10.8742, 6.7821
Si, 10.8556, 13.5646, 6.8099
Si, 13.5878, -0.0162, 6.8252
Si, 16.3278, 2.7276, 6.8671
Si, 13.5957, 5.4515, 6.8361
Si, 16.3185, 8.165, 6.8325
Si, 13.5785, 10.8693, 6.8348
Si, 16.3362, 13.6217, 6.8238
Si, 19.0746, 0.0295, 6.8484
Si, 21.7883, 2.7255, 6.8145
Si, 19.0412, 5.4588, 6.8553
Si, 21.7772, 8.2138, 6.8329
Si, 19.0608, 10.9088, 6.8214
Si, 21.7868, 13.6124, 6.8315
Si, 24.4825, 0.0085, 6.8312
Si, 27.2129, 2.7161, 6.8086
Si, 24.4911, 5.4304, 6.818
Si, 27.2233, 8.162, 6.8083
Si, 24.5033, 10.9176, 6.8239
Si, 27.1962, 13.6198, 6.8163
Si, 29.9092, -0.0074, 6.7792
Si, 0.0098, 2.723, 6.7609
Si, 29.9467, 5.4395, 6.7916
Si, 0.0222, 8.1624, 6.7731
Si, 29.9306, 10.866, 6.8088
Si, 0.0047, 13.5846, 6.7727
Si, 1.3641, 1.3573, 8.1255
Si, 4.0724, 4.0733, 8.1386
Si, 1.3693, 6.793, 8.1332
Si, 4.0741, 9.5118, 8.1151
Si, 1.3685, 12.2217, 8.1229
Si, 4.0755, 14.9478, 8.117
Si, 6.7885, 1.3488, 8.1343
Si, 9.4945, 4.0721, 8.1419
Si, 6.7734, 6.7881, 8.1349
Si, 9.4911, 9.5206, 8.165
Si, 6.782, 12.2404, 8.129
Si, 9.4945, 14.9387, 8.1534
Si, 12.2188, 1.3476, 8.1692
Si, 14.9479, 4.0868, 8.1975
Si, 12.2219, 6.8124, 8.1724
Si, 14.9486, 9.5162, 8.1855
Si, 12.2218, 12.2311, 8.1839
Si, 14.964, 14.965, 8.1845
Si, 17.7034, 1.3757, 8.2064
Si, 20.4203, 4.0861, 8.1776
Si, 17.6752, 6.8129, 8.2009
Si, 20.4094, 9.5503, 8.1938
Si, 17.6877, 12.2541, 8.1804
Si, 20.4201, 14.9663, 8.191
Si, 23.1312, 1.369, 8.1888
Si, 25.8599, 4.0799, 8.1734
Si, 23.1331, 6.8137, 8.1649
Si, 25.8587, 9.5281, 8.1629
Si, 23.144, 12.26, 8.1942
Si, 25.848, 14.9728, 8.1863
Si, 28.5714, 1.3538, 8.1619
Si, 31.2992, 4.0735, 8.1455
Si, 28.5876, 6.7994, 8.1587
Si, 31.3051, 9.5134, 8.1525
Si, 28.5653, 12.2397, 8.1547
Si, 31.2838, 14.9528, 8.132
Si, 0.0035, -0.0029, 9.492
Si, 2.7133, 2.7141, 9.4999
Si, 0.0128, 5.4373, 9.5048
Si, 2.7208, 8.1589, 9.4942
Si, 0.0153, 10.8788, 9.5079
Si, 2.7192, 13.5909, 9.4872
Si, 5.4253, -0.0096, 9.4926
Si, 8.1415, 2.7095, 9.5043
Si, 5.4247, 5.4325, 9.506
Si, 8.1307, 8.149, 9.5065
Si, 5.4272, 10.8713, 9.4879
Si, 8.1332, 13.589, 9.5122
Si, 10.8561, -0.016, 9.5159
Si, 13.5779, 2.7156, 9.5295
Si, 10.8552, 5.4354, 9.5078
Si, 13.5842, 8.1613, 9.5397
Si, 10.8555, 10.8734, 9.5317
Si, 13.5934, 13.5977, 9.529
Si, 16.3238, 0.0084, 9.5403
Si, 19.0622, 2.7367, 9.5515
Si, 16.3131, 5.4475, 9.5494
Si, 19.046, 8.1779, 9.5411
Si, 16.3195, 10.886, 9.5284
Si, 19.0481, 13.6098, 9.5413
Si, 21.7759, 0.0075, 9.5478
Si, 24.498, 2.7281, 9.5377
Si, 21.7749, 5.4555, 9.5306
Si, 24.4997, 8.1661, 9.5241
Si, 21.7776, 10.8988, 9.5467
Si, 24.4998, 13.6132, 9.5516
Si, 27.2151, 0.008, 9.5357
Si, 29.9369, 2.7177, 9.5112
Si, 27.2234, 5.4434, 9.5221
Si, 29.9432, 8.1584, 9.5175
Si, 27.2155, 10.8835, 9.5259
Si, 29.9311, 13.6, 9.5087
Si, 1.3612, 14.9535, 10.8547
Si, 4.0709, 1.3516, 10.8605
Si, 1.3626, 4.075, 10.8698
Si, 4.0705, 6.7983, 10.8656
Si, 1.3672, 9.5146, 10.8682
Si, 4.0727, 12.2324, 10.8572
Si, 6.7794, 14.957, 10.8671
Si, 9.4999, 1.3536, 10.87
Si, 6.784, 4.072, 10.8664
Si, 9.4966, 6.7952, 10.8692
Si, 6.7785, 9.5165, 10.8652
Si, 9.4949, 12.2381, 10.88
Si, 12.2255, 14.957, 10.8792
Si, 14.9505, 1.3657, 10.8864
Si, 12.216, 4.0818, 10.8764
Si, 14.9474, 6.8056, 10.8978
Si, 12.221, 9.5204, 10.8908
Si, 14.955, 12.2407, 10.8872
Si, 17.6828, 14.9661, 10.8958
Si, 20.4152, 1.3677, 10.9032
Si, 17.6852, 4.0911, 10.8975
Si, 20.4095, 6.8112, 10.8898
Si, 17.68, 9.5322, 10.8939
Si, 20.4106, 12.2528, 10.9001
Si, 23.1373, 14.971, 10.9055
Si, 25.8567, 1.3672, 10.8957
Si, 23.1357, 4.0925, 10.8896
Si, 25.8616, 6.8045, 10.8815
Si, 23.1388, 9.5241, 10.8894
Si, 25.8609, 12.2417, 10.8941
Si, 28.5778, 14.9586, 10.8814
Si, 31.2927, 1.3543, 10.8699
Si, 28.5791, 4.0776, 10.879
Si, 31.2959, 6.7936, 10.8754
Si, 28.5806, 9.5205, 10.8774
Si, 31.2926, 12.24, 10.8682
Si, 2.7136, -0.0066, 12.2255
Si, 5.4253, 2.7131, 12.2279
Si, 2.7162, 5.4379, 12.2319
Si, 5.4237, 8.1584, 12.2315
Si, 2.7189, 10.8778, 12.2312
Si, 5.4244, 13.5935, 12.2271
Si, 8.1395, -0.0041, 12.2297
Si, 10.8578, 2.7177, 12.2302
Si, 8.1392, 5.4351, 12.2302
Si, 10.8562, 8.1546, 12.2359
Si, 8.1359, 10.8751, 12.233
Si, 10.8612, 13.599, 12.2353
Si, 13.5866, 0.0012, 12.2359
Si, 16.315, 2.7262, 12.2416
Si, 13.58, 5.4395, 12.2389
Si, 16.3156, 8.1689, 12.2461
Si, 13.5888, 10.882, 12.242
Si, 16.3174, 13.6018, 12.2445
Si, 19.0461, 0.0062, 12.2504
Si, 21.7778, 2.7311, 12.2521
Si, 19.0468, 5.4534, 12.2492
Si, 21.7745, 8.1665, 12.2473
Si, 19.0466, 10.8882, 12.25
Si, 21.7733, 13.6092, 12.256
Si, 24.4999, 0.0092, 12.2582
Si, 27.2198, 2.725, 12.2493
Si, 24.501, 5.4475, 12.2454
Si, 27.2207, 8.1629, 12.2409
Si, 24.4986, 10.882, 12.2494
Si, 27.2212, 13.6028, 12.2482
Si, 29.935, 0, 12.2407
Si, 0.005, 2.7164, 12.235
Si, 29.9356, 5.4375, 12.24
Si, 0.0096, 8.1575, 12.2347
Si, 29.9378, 10.8816, 12.2362
Si, 0.0072, 13.6005, 12.2315
Si, 1.3608, 1.3543, 13.5958
Si, 4.0708, 4.0755, 13.5936
Si, 1.3611, 6.7964, 13.5997
Si, 4.07, 9.5176, 13.5989
Si, 1.361, 12.2376, 13.5963
Si, 4.069, 14.9539, 13.5916
Si, 6.7831, 1.3558, 13.5926
Si, 9.4995, 4.0774, 13.5907
Si, 6.7819, 6.7977, 13.5918
Si, 9.4978, 9.5185, 13.5925
Si, 6.7815, 12.2379, 13.5946
Si, 9.5016, 14.9608, 13.5922
Si, 12.2229, 1.3629, 13.5885
Si, 14.9484, 4.0851, 13.5942
Si, 12.2209, 6.8003, 13.5958
Si, 14.9524, 9.526, 13.6012
Si, 12.2238, 12.2418, 13.5942
Si, 14.9502, 14.9633, 13.5932
Si, 17.6775, 1.3665, 13.5975
Si, 20.4097, 4.0909, 13.6024
Si, 17.6798, 6.8106, 13.6023
Si, 20.4106, 9.5261, 13.6034
Si, 17.6824, 12.2465, 13.6033
Si, 20.4091, 14.9683, 13.6078
Si, 23.1367, 1.3699, 13.6115
Si, 25.8571, 4.0848, 13.6074
Si, 23.138, 6.8058, 13.6028
Si, 25.8618, 9.5214, 13.604
Si, 23.1368, 12.2439, 13.6054
Si, 25.8617, 14.9636, 13.6091
Si, 28.5765, 1.3591, 13.6069
Si, 31.2884, 4.075, 13.603
Si, 28.5761, 6.799, 13.6011
Si, 31.2921, 9.5184, 13.598
Si, 28.5812, 12.24, 13.6027
Si, 31.2913, 14.9579, 13.6017
Si, 0.0055, -0.0018, 14.9658
Si, 2.7136, 2.7173, 14.9601
Si, 0.0032, 5.4381, 14.9642
Si, 2.7131, 8.1581, 14.9647
Si, 0.0045, 10.8788, 14.9638
Si, 2.7158, 13.5972, 14.962
Si, 5.426, -0.0052, 14.9543
Si, 8.1421, 2.7178, 14.9524
Si, 5.4253, 5.4379, 14.9566
Si, 8.1378, 8.1612, 14.9525
Si, 5.4259, 10.8792, 14.9603
Si, 8.1438, 13.5996, 14.9524
Si, 10.8618, 0.0058, 14.9479
Si, 13.5852, 2.7222, 14.9457
Si, 10.8593, 5.4386, 14.9498
Si, 13.5868, 8.1623, 14.9504
Si, 10.8619, 10.8796, 14.9487
Si, 13.5859, 13.6051, 14.9485
Si, 16.3147, 0.0029, 14.9485
Si, 19.0401, 2.7296, 14.9496
Si, 16.3102, 5.4482, 14.9498
Si, 19.0458, 8.1672, 14.9589
Si, 16.3182, 10.8861, 14.9557
Si, 19.0463, 13.6062, 14.9591
Si, 21.7719, 0.0075, 14.9623
Si, 24.4979, 2.7255, 14.9707
Si, 21.7765, 5.4453, 14.9597
Si, 24.4987, 8.1642, 14.9619
Si, 21.7738, 10.8855, 14.9605
Si, 24.4997, 13.6019, 14.9624
Si, 27.2181, 0.0019, 14.9729
Si, 29.9318, 2.7182, 14.971
Si, 27.2168, 5.443, 14.9668
Si, 29.934, 8.1593, 14.9613
Si, 27.2233, 10.88, 14.9627
Si, 29.9336, 13.5999, 14.968
Si, 1.3602, 14.9559, 16.3289
Si, 4.0695, 1.3535, 16.3198
Si, 1.3566, 4.077, 16.3275
Si, 4.0691, 6.7959, 16.3251
Si, 1.3554, 9.5168, 16.3309
Si, 4.0716, 12.2379, 16.3269
Si, 6.7883, 14.9598, 16.3167
Si, 9.5048, 1.3628, 16.3137
Si, 6.7844, 4.0767, 16.3146
Si, 9.4999, 6.802, 16.3059
Si, 6.7831, 9.5193, 16.3207
Si, 9.505, 12.2399, 16.3103
Si, 12.2241, 14.9675, 16.3032
Si, 14.9485, 1.3623, 16.299
Si, 12.2232, 4.0797, 16.3046
Si, 14.9471, 6.804, 16.31
Si, 12.2269, 9.524, 16.3056
Si, 14.9538, 12.2507, 16.3034
Si, 17.6806, 14.9684, 16.3073
Si, 20.4021, 1.3715, 16.3061
Si, 17.6736, 4.0878, 16.3023
Si, 20.4143, 6.8075, 16.3112
Si, 17.6806, 9.5263, 16.3133
Si, 20.4104, 12.2461, 16.3143
Si, 23.1361, 14.9636, 16.3152
Si, 25.8558, 1.3631, 16.3315
Si, 23.132, 4.0846, 16.3248
Si, 25.856, 6.8045, 16.3241
Si, 23.1398, 9.5284, 16.3169
Si, 25.8637, 12.2417, 16.3186
Si, 28.5753, 14.9581, 16.3337
Si, 31.2885, 1.3561, 16.3332
Si, 28.571, 4.0801, 16.3309
Si, 31.2859, 6.7986, 16.3279
Si, 28.5804, 9.5198, 16.326
Si, 31.2872, 12.2364, 16.3309
Si, 2.7152, -0.0025, 17.6918
Si, 5.4291, 2.7139, 17.6778
Si, 2.7108, 5.4374, 17.6921
Si, 5.4243, 8.1598, 17.6852
Si, 2.712, 10.879, 17.6916
Si, 5.4366, 13.5981, 17.6827
Si, 8.146, 0.0043, 17.6765
Si, 10.8669, 2.7242, 17.671
Si, 8.1418, 5.4443, 17.6676
Si, 10.8668, 8.1592, 17.6597
Si, 8.1492, 10.8798, 17.6748
Si, 10.8626, 13.6112, 17.6622
Si, 13.5891, 0.0047, 17.6588
Si, 16.3062, 2.726, 17.6525
Si, 13.5816, 5.4397, 17.6626
Si, 16.3121, 8.1653, 17.6638
Si, 13.5896, 10.8921, 17.655
Si, 16.3159, 13.6108, 17.6609
Si, 19.0397, 0.0149, 17.6599
Si, 21.762, 2.72, 17.6725
Si, 19.0457, 5.4421, 17.6533
Si, 21.7746, 8.1712, 17.6698
Si, 19.0448, 10.8889, 17.668
Si, 21.7771, 13.6027, 17.6704
Si, 24.4929, -0.0033, 17.683
Si, 27.2123, 2.7226, 17.6959
Si, 24.4934, 5.4459, 17.6816
Si, 27.2195, 8.1617, 17.6841
Si, 24.5086, 10.8817, 17.6763
Si, 27.2148, 13.5949, 17.6921
Si, 29.933, -0.0048, 17.6988
Si, -0.0001, 2.7212, 17.6968
Si, 29.9277, 5.4415, 17.6932
Si, -0.0048, 8.1586, 17.6976
Si, 29.9327, 10.8763, 17.6985
Si, 0.0032, 13.5958, 17.6936
Si, 1.3571, 1.3593, 19.0568
Si, 4.0698, 4.0673, 19.0432
Si, 1.3499, 6.7955, 19.0583
Si, 4.0669, 9.5181, 19.0528
Si, 1.354, 12.2341, 19.06
Si, 4.0813, 14.9568, 19.0464
Si, 6.7923, 1.3641, 19.0439
Si, 9.5079, 4.0938, 19.0242
Si, 6.7836, 6.7946, 19.0377
Si, 9.5171, 9.5185, 19.0233
Si, 6.8, 12.2414, 19.0438
Si, 9.5045, 14.9627, 19.0339
Si, 12.2311, 1.3594, 19.0221
Si, 14.9403, 4.0751, 19.0143
Si, 12.2159, 6.7939, 19.0215
Si, 14.9433, 9.53, 19.0126
Si, 12.2392, 12.2649, 19.0101
Si, 14.9576, 14.9744, 19.0171
Si, 17.6658, 1.3711, 19.0106
Si, 20.3916, 4.0782, 19.0212
Si, 17.6873, 6.8016, 19.005
Si, 20.4134, 9.5337, 19.0234
Si, 17.6756, 12.2494, 19.0161
Si, 20.4106, 14.977, 19.0065
Si, 23.1194, 1.3544, 19.0301
Si, 25.8509, 4.0911, 19.0497
Si, 23.135, 6.8157, 19.0314
Si, 25.8687, 9.5254, 19.044
Si, 23.1504, 12.2456, 19.0258
Si, 25.8496, 14.954, 19.0477
Si, 28.5698, 1.3555, 19.0558
Si, -1.3647, 4.0785, 19.0611
Si, 28.5723, 6.8059, 19.0544
Si, -1.3562, 9.517, 19.0725
Si, 28.5683, 12.2313, 19.0594
Si, -1.3522, 14.949, 19.0636
Si, -0.0003, 0.0004, 20.4211
Si, 2.7183, 2.7144, 20.4212
Si, -0.0142, 5.4419, 20.4263
Si, 2.705, 8.1596, 20.4196
Si, 0.0084, 10.8717, 20.439
Si, 2.7257, 13.5929, 20.406
Si, 5.4378, -0.0003, 20.4084
Si, 8.1532, 2.7438, 20.3876
Si, 5.4257, 5.4273, 20.3999
Si, 8.1657, 8.1458, 20.3815
Si, 5.4434, 10.8754, 20.4
Si, 8.1522, 13.609, 20.41
Si, 10.8718, 0.0031, 20.383
Si, 13.585, 2.7164, 20.3882
Si, 10.8627, 5.4399, 20.4013
Si, 13.576, 8.1634, 20.3592
Si, 10.8805, 10.9036, 20.3552
Si, 13.6005, 13.6207, 20.377
Si, 16.304, 0.0253, 20.378
Si, 19.022, 2.7172, 20.3773
Si, 16.3254, 5.4298, 20.3446
Si, 19.0373, 8.1735, 20.3627
Si, 16.3035, 10.8931, 20.3689
Si, 19.0369, 13.6328, 20.3496
Si, 21.7695, -0.0139, 20.3951
Si, 24.4757, 2.7182, 20.3803
Si, 21.751, 5.4541, 20.3595
Si, 24.513, 8.1634, 20.3946
Si, 21.7928, 10.8881, 20.3744
Si, 24.4986, 13.5904, 20.4147
Si, 27.2144, -0.0171, 20.4081
Si, 29.9132, 2.7211, 20.4267
Si, 27.2123, 5.4531, 20.4173
Si, 29.9084, 8.1703, 20.4371
Si, 27.216, 10.8742, 20.434
Si, 29.9308, 13.5794, 20.4237
O, 18.8186, 0.364, 30.6712
O, -0.0776, 3.354, 35.1939
O, -1.1621, 2.0473, 28.3943
O, 2.8921, 10.8942, 27.5129
O, 25.4142, 8.8918, 32.4841
O, 1.3123, 7.5105, 30.4392
O, 29.6064, 8.6388, 38.2185
O, 6.9981, 4.8724, 31.3289
O, -0.2339, 0.397, 38.1511
O, 11.7865, 4.2115, 32.3231
O, 5.3485, 2.6865, 27.6356
O, 14.1387, -0.5106, 30.5682
O, 10.0324, 1.6335, 28.6424
O, 6.6009, 14.4722, 28.5398
O, 9.1976, 4.2329, 30.0327
O, 8.0917, 11.5113, 30.6837
O, 10.9288, 13.599, 27.4652
O, 16.1295, 6.4084, 32.6583
O, 14.8773, 13.4581, 35.1341
O, 11.2144, 5.8792, 30.3805
O, 15.6918, 6.1469, 35.4086
O, 10.8381, 11.4807, 35.1668
O, 19.355, 12.756, 34.2141
O, 21.0661, 0.8126, 35.0979
O, 5.2125, 11.2253, 38.0045
O, 17.9492, -0.8856, 28.5122
O, 12.7923, -1.3212, 28.5369
O, 20.8535, 12.5656, 28.422
O, 18.023, 4.4175, 28.5702
O, 22.2646, 13.4412, 30.4567
O, 15.3876, 7.241, 28.5313
O, 19.0305, 10.8583, 27.5907
O, 19.9797, 5.2766, 30.1601
O, 29.7178, 5.422, 27.531
O, 21.6886, 2.7131, 27.5967
O, 2.3072, 13.0869, 30.9631
O, 21.5954, 8.0241, 27.4821
O, 26.2218, 3.787, 33.6644
O, 20.243, 9.4757, 32.7901
O, 29.9688, 0.0757, 27.5949
O, 27.0775, 8.0469, 27.6222
O, 2.286, 2.3525, 34.7415
O, 0.0343, 13.5794, 27.6993
O, 2.5817, 3.0729, 38.0973
O, -0.7692, -1.1448, 33.6904
O, 23.3614, 9.3411, 37.2383
O, 28.7832, 9.5079, 28.8574
O, 8.2274, -0.0202, 27.6757
O, 3.3226, 12.9539, 37.2298
O, 13.5501, 5.539, 27.6565
O, 4.2065, 11.1987, 30.7858
O, 13.4628, 8.5763, 38.2507
O, 19.9294, 0.8778, 28.3539
O, 21.6112, 11.51, 32.019
O, 22.5266, 14.6196, 28.2291
O, 23.0708, 9.6361, 28.7159
O, 26.3002, 13.4553, 28.4223
O, -0.982, 8.5448, 34.9711
O, 27.9932, 5.2639, 32.1651
O, 17.7364, 7.3427, 36.5096
O, 3.8585, 6.0998, 34.5279
O, 24.4262, 0.0051, 27.5929
O, 6.4313, 6.2198, 35.334
O, 1.6102, 8.1813, 35.2814
O, 19.7289, 3.1394, 34.8165
O, 27.6663, 10.1544, 37.2843
O, 6.9161, 9.3663, 37.0941
O, 8.8558, 12.4303, 28.3544
O, 14.5623, 1.9437, 31.1868
O, 17.1047, 12.2437, 35.5741
O, 8.7394, 7.4573, 37.3126
O, 8.5535, 4.5884, 35.8134
O, 14.0563, 13.4327, 32.6622
O, 25.8702, 0.5891, 32.2141
O, 13.072, 11.1268, 30.4236
O, -1.143, 7.1807, 37.2786
O, 17.7657, 6.8128, 29.6524
O, 22.8078, 6.9785, 36.1386
O, 13.2859, 3.4369, 35.3875
O, 25.1752, 7.4734, 37.2377
O, 13.1594, 6.0976, 36.1543
O, 22.3984, -0.5626, 37.1169
O, 21.875, 10.9386, 0.0266
O, 27.329, 6.1609, 34.541
O, -2.2612, 1.9218, 37.2573
O, 12.3192, 4.1469, 37.5896
O, 4.8453, 12.5043, 28.2458
O, 11.3777, 4.1909, 28.4122
O, 5.3139, 0.8336, 31.2782
O, -1.5613, 4.3829, 29.6464
O, 6.4205, -0.4199, 37.4961
O, 15.4751, 6.834, 37.8183
O, 28.1472, 1.7155, 33.1751
O, 15.6286, 1.7579, 33.6925
O, 25.3841, 9.262, 29.9201
O, 10.6026, 0.0459, 35.2364
O, 5.7896, 8.9302, 28.3479
O, 26.8771, 5.7585, 38.178
O, 3.7228, 9.637, 32.9497
O, 22.9042, 9.6113, 33.1844
O, 7.7014, -0.1277, 31.2221
O, 6.9718, 4.3526, 28.7079
O, 0.8058, 3.7604, 28.5268
O, -1.7224, 4.412, 36.8684
O, 0.8773, 4.8526, 37.1438
O, 24.0618, 3.6182, 38.1645
O, 10.5917, 5.8659, 38.3192
O, 6.348, 7.1468, 30.2366
O, 9.4624, 8.284, 32.4949
O, 9.6796, -0.3251, 32.9217
O, 2.1102, 6.0471, 32.472
O, 23.38, 7.1138, 32.8876
O, 18.0291, -1.5494, 34.9606
O, -1.4316, 11.5679, 28.5733
O, 28.0418, 3.6002, 28.5282
O, 27.683, 8.8123, 34.9939
O, 13.7469, 0.8058, 35.1849
O, 26.1378, 1.7758, 28.4994
O, 24.3065, 1.829, 33.7974
O, 23.6625, 13.0665, 32.5814
O, 29.5935, 7.0248, 35.4688
O, -1.2466, 0.4065, 31.5702
O, 1.3877, -1.5708, 37.1944
O, 25.7079, 12.2823, 37.2523
O, 23.3897, 4.495, 28.4353
O, 0.2409, 0.7221, 35.3551
O, 0.0151, -1.8726, 31.3378
O, 4.6562, -0.3107, 35.591
O, 20.2763, -1.4541, 29.5528
O, 24.1609, -2.2333, 38.1493
O, 4.7555, 1.9614, 34.0981
O, 21.3209, 11.1447, 34.6291
O, 16.7286, 13.3304, 33.2725
O, 21.929, 13.7069, 34.5457
O, 2.8218, 8.4263, 37.71
O, -0.0888, 2.5834, 30.6997
O, 17.3009, 9.0388, 28.3185
O, -1.1106, 6.7831, 28.7989
O, 4.264, 6.8868, 28.6391
O, -0.1406, 11.9585, 30.8318
O, 18.4816, 7.5102, 32.7878
O, 12.5229, 9.6888, 28.4584
O, 4.1617, -0.8144, 33.0386
O, 11.9687, 1.6423, 36.8383
O, 14.5651, 1.1902, 28.6275
O, 21.6413, 11.1223, 38.0955
O, 8.2101, 8.3491, 34.8682
O, 4.9143, 13.7028, 30.53
O, 17.9075, -0.9833, 37.439
O, 10.1735, -0.3008, 30.3867
O, 23.8339, 5.6605, 30.7069
O, 8.1304, 10.0009, 28.4704
O, 28.4604, 3.8173, 37.3356
O, 4.6098, 1.5232, 37.3733
O, 27.704, -1.4925, 33.2594
O, 3.3236, 10.0995, 35.6111
O, 26.5861, 11.2685, 35.1118
O, 1.5596, -0.7914, 28.5129
O, 11.5554, 1.5747, 33.3202
O, 8.0706, -2.2954, 38.2428
O, 18.5553, 0.9443, 35.6624
O, 29.0227, -1.6961, 37.7651
O, 15.179, 12.1787, 37.431
O, 26.0375, 0.0106, 34.7265
O, 15.1999, -0.7804, 33.5243
O, 1.1443, 12.5264, 35.7311
O, 23.7064, 4.3669, 33.0599
O, 13.941, 8.2236, 34.8225
O, 6.6799, 1.3948, 35.6694
O, 25.1912, 6.4176, 28.5223
O, 20.4294, 12.8031, 36.6321
O, 25.6979, 4.1183, 29.6531
O, 8.9167, 13.8632, 31.5775
O, 7.9609, 2.909, 38.3601
O, 11.4429, -0.8398, 37.4937
O, 27.246, 7.5698, 30.9459
O, 6.4766, 3.7876, 34.5639
O, -0.4433, 5.9882, 31.3886
O, 17.1631, 2.0892, 31.6701
O, 20.7935, 5.5012, 35.2738
O, 18.8102, 3.1052, 38.2544
O, 1.9898, 9.9223, 30.9354
O, 28.1535, 11.9186, 29.2647
O, 24.4359, 13.0382, 35.0039
O, 14.4363, 13.3328, 29.8931
O, 14.4845, 2.1801, 37.355
O, 28.8933, 7.5858, 32.9722
O, 3.0711, -0.3854, 30.64
O, 5.4718, 13.7539, 34.6548
O, -0.5679, 5.9471, 35.1305
O, 17.6099, 9.9546, 32.4535
O, 27.1302, 0.2422, 38.2422
O, -0.4934, 9.5234, 30.1152
O, 5.4662, 11.0201, 34.3801
O, 28.4359, -0.4275, 35.5774
O, -1.173, 12.0118, 34.6192
O, 24.4927, 8.5129, 34.924
O, 4.0686, -1.3511, 28.3966
O, 0.7558, 10.351, 34.1315
O, 5.0914, 8.3969, 34.8644
O, 9.3944, 9.8778, 36.6455
O, 4.1878, 12.6882, 32.8231
O, 11.8257, 10.4505, 37.3726
O, 10.4459, 10.8533, 29.6496
O, 25.5342, 1.8648, 37.0974
O, 4.553, 6.7491, 36.9924
O, 14.8322, 11.4027, 28.3548
O, 10.2727, 2.2316, 31.2435
O, 24.9509, 11.2492, 28.2075
O, 3.4963, 3.9855, 33.0044
O, 9.2446, 6.0839, 33.8298
O, 3.4116, 1.1294, 28.4695
O, 20.4296, 4.7277, 32.8094
O, 13.3729, 13.9436, 38.2919
O, 28.2276, 0.0261, 31.1863
O, 9.6725, 3.4645, 33.5907
O, 2.6054, 5.3645, 27.54
O, 23.8994, -0.8927, 33.6537
O, 27.2481, 2.4065, 30.7865
O, 16.3548, 2.7249, 27.5817
O, 12.1206, -1.1344, 33.3768
O, 0.3287, 1.9075, 33.0787
O, 0.4668, 8.0166, 32.8687
O, 15.7115, 11.1759, 30.8655
O, 30.0233, 10.8558, 30.7809
O, 15.0101, 9.6249, 32.8326
O, 16.0881, 0.4864, 38.4869
O, 16.1599, 8.6197, 30.6503
O, 6.2994, 4.4437, 37.2075
O, 24.4336, 3.7646, 35.5431
O, 13.8722, 5.7411, 33.744
O, 1.0705, 10.0349, 37.0837
O, 0.9061, 12.7174, 33.1258
O, 15.437, 3.9828, 32.4206
O, 14.7679, 10.8239, 35.2119
O, 23.8688, 11.3206, 30.6229
O, 9.3199, 11.5751, 32.9825
O, 11.3791, 9.822, 33.225
O, 13.7267, 5.7142, 31.2964
O, 17.3383, 9.8746, 37.1157
O, 20.6208, 1.2827, 37.6147
O, -1.6532, -0.8925, 36.1748
O, -2.1234, 2.7166, 32.5245
O, 28.6404, 14.4955, 28.6284
O, 30.0001, -1.8006, 31.887
O, 2.6651, 13.6385, 0.1043
O, 12.3079, 1.2884, 29.9505
O, 19.6104, 6.338, 27.8772
O, 9.9306, 12.3148, 37.4504
O, 18.0701, 4.9909, 31.7604
O, 16.3356, 13.5245, 27.6111
O, 9.5668, 1.0366, 37.4791
O, 4.271, 8.6448, 30.5512
O, 7.111, 7.1541, 32.737
O, 12.1817, 14.0888, 30.9776
O, 29.7089, 6.4971, 30.6449
O, 19.2492, 1.1611, 33.1313
O, 29.4405, 3.1331, 35.0137
O, 11.7762, 7.0485, 32.6035
O, 25.6179, 6.046, 32.594
O, 16.3773, 8.8331, 34.8949
O, 2.8578, -2.0188, 35.0074
O, 29.2234, 10.916, 35.3462
O, -1.9741, 12.3504, 37.1359
O, 11.6957, 12.5167, 33.0056
O, 10.8425, 8.1239, 27.409
O, 11.0657, 4.8572, 35.3015
O, 11.59, 8.9034, 30.8329
O, 27.574, 13.8342, 30.8849
O, 1.3656, 9.0584, 28.4164
O, 7.1242, 1.7058, 33.0295
O, 19.5845, 2.8553, 31.1476
O, 2.9893, 1.491, 32.3421
O, 26.7631, 13.9208, 35.5276
O, 18.3114, 5.3685, 34.2533
O, 16.1472, 0.1142, 35.7647
O, 6.9045, 12.5635, 32.7784
O, 9.506, 6.1291, 28.35
O, -2.2054, 0.872, 34.3062
O, 17.1581, 4.8881, 37.3026
O, 27.5002, 10.1288, 31.1614
O, 4.7746, 6.0952, 32.0807
O, 29.429, 13.5348, 35.3032
O, 22.9311, 1.9102, 36.5347
O, 18.8095, 9.2077, 34.857
O, 21.9194, 4.9678, 37.5853
O, 20.4756, 7.098, 37.326
O, 7.3033, 2.4033, 30.487

Results
total energy: -218736.466 eV
total energy less fixed offsets of O -438.35, Si -107.03 eV per atom: -17.746 eV

Forces (eV/angstrom), in the order of the atoms: element, x, y, z
Si, -0.3797, 0.4833, 0.616
Si, 0.1558, -0.145, 0.6672
Si, -0.1238, 0.2467, 0.6478
Si, -0.1984, 0.1042, 0.6918
Si, 0.0318, -0.2289, 0.7553
Si, 0.3979, -0.4371, 0.591
Si, -0.0728, 0.1222, 0.7046
Si, -0.186, 0.0231, 0.7451
Si, 0.0147, -0.237, 0.7273
Si, -0.1685, 0.288, 0.7347
Si, 0.1141, -0.2138, 0.7778
Si, 0.2371, -0.1007, 0.6829
Si, 0.0424, -0.2031, 0.7123
Si, -0.0244, 0.2098, 0.7453
Si, 0.3003, -0.0632, 0.7176
Si, 0.0439, -0.0567, 0.8136
Si, -0.1233, 0.2409, 0.6806
Si, -0.204, 0.0597, 0.7183
Si, 0.1201, -0.092, 0.706
Si, 0.121, -0.2658, 0.6975
Si, -0.28, 0.1709, 0.7148
Si, -0.1644, 0.1755, 0.7195
Si, -0.0217, -0.0358, 0.7155
Si, -0.3666, 0.398, 0.5817
Si, -0.423, 0.3285, 0.6301
Si, -0.1652, 0.2674, 0.6827
Si, 0.1173, -0.0535, 0.7316
Si, -0.1232, 0.1737, 0.6924
Si, 0.2674, -0.3851, 0.6962
Si, 0.1941, -0.1593, 0.7228
Si, 0.1735, -0.0863, 0.7632
Si, 0.0577, -0.0355, 0.6487
Si, -0.2588, 0.2114, 0.7205
Si, 0.2369, -0.0397, 0.7092
Si, -0.1748, 0.1848, 0.7849
Si, -0.1184, 0.1766, 0.6796
Si, -0.0011, -0.0296, -0.0375
Si, -0.0194, 0.0283, -0.0326
Si, 0.0011, -0.0029, -0.0677
Si, 0.0071, 0.0017, -0.0508
Si, 0.0058, -0.0173, -0.0353
Si, 0.0176, 0.0047, -0.0228
Si, 0.0048, -0.008, -0.0482
Si, -0.0011, -0.0167, -0.0405
Si, -0.0181, -0.0152, -0.0539
Si, -0.0045, -0.0101, -0.0498
Si, -0.0085, 0.0194, -0.0693
Si, -0.0162, -0.0106, -0.0611
Si, -0.0063, -0.0022, -0.0532
Si, -0.017, 0.0041, -0.0654
Si, 0.0087, -0.0187, -0.0733
Si, 0.0177, -0.0049, -0.0723
Si, 0.0022, -0.0055, -0.0451
Si, -0.0084, 0.0094, -0.0496
Si, -0.0017, 0.0075, -0.0662
Si, -0.0144, 0.031, -0.0614
Si, 0.0249, 0.0016, -0.045
Si, 0.0035, 0.0001, -0.0153
Si, 0.0118, -0.0117, -0.0337
Si, 0.0358, 0.0092, -0.0517
Si, -0.0118, -0.0249, -0.0148
Si, -0.0007, 0.0268, -0.0428
Si, -0.0235, 0.0207, -0.0652
Si, 0.0364, -0.0319, -0.044
Si, 0.0238, 0.0141, -0.0313
Si, -0.0158, 0.0169, -0.0605
Si, -0.0205, -0.021, -0.0491
Si, 0.0196, 0.0131, -0.0419
Si, -0.0161, -0.0096, -0.0174
Si, -0.0003, 0.0036, -0.0697
Si, -0.0042, -0.0179, -0.0577
Si, 0.0011, -0.0202, -0.0508
Si, -0.0035, -0.0091, 0.0351
Si, 0.0117, -0.0119, 0.0322
Si, -0.0135, -0.0202, 0.0087
Si, 0.0195, -0.012, 0.0101
Si, -0.0353, -0.0258, 0.0276
Si, -0.0107, 0.0215, -0.0115
Si, -0.0093, 0.0072, -0.0169
Si, 0.0073, 0.0166, 0.0158
Si, -0.0277, 0.0016, 0.0283
Si, 0.0023, -0.006, 0.0086
Si, 0.0231, 0.0086, 0.017
Si, 0.0108, 0.0032, 0.0364
Si, -0.0004, -0.0027, 0.0417
Si, -0.0005, -0.0198, 0.0261
Si, 0.0099, 0.0296, 0.0396
Si, -0.0186, 0.0102, 0.0321
Si, 0.0089, 0.0164, 0.0029
Si, 0.0116, -0.0075, 0.0426
Si, -0.0053, 0.012, 0.0386
Si, -0.036, 0.0123, 0.0362
Si, 0.0048, -0.0048, 0.016
Si, -0.0125, -0.0028, 0.0169
Si, -0.019, -0.0075, 0.0298
Si, -0.0036, -0.0316, -0.0012
Si, 0.0295, -0.0057, 0.0194
Si, 0.0051, -0.0201, 0.0135
Si, -0.0126, 0.0146, 0.0154
Si, -0.0273, -0.0309, 0.0051
Si, -0.0167, 0.0267, 0.0447
Si, -0.0076, 0.0098, 0.0189
Si, -0.0271, 0.0038, 0.0302
Si, 0.0084, 0.0128, 0.0193
Si, 0.0214, 0.0365, 0.0303
Si, 0.0009, -0.0013, 0.0368
Si, 0.0068, -0.0107, 0.0022
Si, 0.0134, 0.0086, 0.0247
Si, 0.0108, 0.0088, 0.0054
Si, 0.0002, 0.0162, -0.0024
Si, 0.0217, 0.0008, 0.0166
Si, 0.0008, 0.0008, 0.0118
Si, 0.0062, -0.0043, -0.0025
Si, -0.0033, 0.0042, 0.0048
Si, -0.0096, 0.0011, -0.0028
Si, -0.0113, -0.0171, 0.0259
Si, -0.0099, -0.0044, -0.0162
Si, -0.0065, -0.0038, 0.006
Si, -0.0019, 0.0131, 0.0029
Si, -0.0066, -0.0161, -0.0178
Si, -0.007, -0.0147, -0.0297
Si, -0.0016, 0.0085, 0.0086
Si, 0.0054, 0.0041, -0.0015
Si, 0.0184, -0.0237, -0.0112
Si, 0.0017, -0.0047, -0.0115
Si, -0.0019, -0.0117, 0.0062
Si, 0.0089, 0.0178, -0.0176
Si, 0.0099, -0.0002, 0.0055
Si, 0.0036, -0.0058, 0.0028
Si, 0.0121, 0.0038, 0.0066
Si, -0.0149, -0.0077, -0.0083
Si, 0.0117, 0.0082, 0.0166
Si, -0.0152, 0.0118, 0.004
Si, 0.0145, 0.003, 0.0105
Si, 0.0029, -0.0163, 0.0073
Si, -0.0022, -0.0092, -0.0075
Si, 0.0048, 0.0122, -0.0137
Si, 0.0192, 0.0126, -0.0017
Si, 0.009, -0.0395, 0.0103
Si, -0.0182, 0.0001, -0.0234
Si, 0.0019, 0.0149, 0.0172
Si, -0.0164, 0.0149, -0.0093
Si, 0.0087, 0.0198, 0.0133
Si, -0.0063, -0.0072, 0.006
Si, 0.0158, 0.0012, -0.0045
Si, 0.0005, -0.0074, -0.0088
Si, 0.0077, -0.0085, -0.0029
Si, -0.0158, -0.0066, -0.0165
Si, 0.0051, -0.0082, 0.0047
Si, 0.0056, -0.007, -0.0067
Si, -0.0044, -0.0158, -0.0035
Si, -0.0117, 0.0052, -0.0137
Si, 0.0069, -0.0058, -0.0033
Si, 0.0031, -0.0011, 0.0025
Si, -0.0021, 0.0012, -0.008
Si, 0.0247, 0.0071, -0.0043
Si, -0.0082, 0.0117, -0.0076
Si, 0.0063, -0.0041, -0.0083
Si, -0.005, -0.0048, 0.0003
Si, -0.0145, -0.0026, -0.0076
Si, -0.0093, -0.0042, -0.0097
Si, 0.0034, 0.0111, -0.0098
Si, 0.0098, -0.0118, -0.0045
Si, -0.0012, -0.0048, -0.0053
Si, -0.0177, 0.0006, 0.0089
Si, 0.01, 0.0019, -0.0133
Si, 0.0051, -0.0064, -0.0046
Si, -0.0041, 0.0088, -0.0123
Si, -0.0073, 0.01, -0.0061
Si, -0.0043, -0.0028, -0.0064
Si, -0.0114, -0.0005, -0.0108
Si, 0.0087, 0.0049, 0.0004
Si, -0.0057, 0.0027, 0.0024
Si, -0.0011, 0.0153, -0.0061
Si, -0.0097, 0.0086, -0.0089
Si, 0.0123, -0.017, -0.0067
Si, 0.0048, -0.0011, 0.001
Si, 0.0011, -0.0028, -0.0099
Si, 0.0005, -0.0014, 0.0003
Si, -0.0065, -0.012, -0.002
Si, 0.0156, -0.0093, 0.0037
Si, -0.005, -0.007, 0.0094
Si, 0.0156, 0.022, 0.0098
Si, -0.0046, -0.0073, -0.0226
Si, 0.0171, 0.013, 0.0238
Si, 0.0034, 0.0196, -0.0182
Si, -0.0077, 0.0063, 0.002
Si, 0.0087, 0.0008, 0.0063
Si, -0.0044, 0.0107, -0.0116
Si, 0.0061, 0.0016, 0.007
Si, 0.0014, -0.0218, 0.0118
Si, -0.0102, -0.0081, 0.0103
Si, -0.0079, -0.0178, 0.0023
Si, -0.007, 0.0063, 0.0252
Si, 0.0118, -0.0142, -0.0001
Si, 0.0082, 0.008, -0.0075
Si, -0.0164, -0.0027, 0.0021
Si, -0.0047, -0.0109, 0.0165
Si, -0.0099, 0.0118, 0.0063
Si, 0.0069, 0.0033, 0.0093
Si, 0.0086, 0.0008, -0.0015
Si, -0.0188, 0, 0.0104
Si, -0.0095, -0.0014, -0.0012
Si, 0.0016, -0.0132, -0.0079
Si, -0.0083, -0.0102, 0.0228
Si, 0.003, -0.0041, -0.0106
Si, -0.0152, -0.0068, -0.0123
Si, -0.0054, 0.0071, 0.0243
Si, 0.0035, -0.0295, -0.006
Si, 0.0099, -0.0134, 0.006
Si, 0.0007, -0.0179, 0.0087
Si, -0.0137, 0.0158, -0.0002
Si, -0.0178, 0.0059, 0.0091
Si, 0.0074, 0.0021, -0.0125
Si, 0.0224, 0.0129, -0.019
Si, 0.0093, 0.0224, 0.003
Si, -0.0138, 0.0019, -0.0095
Si, 0.0152, -0.0162, -0.0407
Si, 0.0054, -0.0207, -0.0231
Si, -0.0141, 0.0341, -0.0223
Si, -0.0017, -0.0112, -0.0216
Si, 0.005, -0.0001, -0.0254
Si, 0.0333, 0.0149, -0.0218
Si, -0.0309, -0.0326, -0.0073
Si, -0.0176, 0.0081, 0.0002
Si, -0.0033, -0.0208, -0.0111
Si, -0.0172, -0.0073, -0.016
Si, 0.014, 0.027, -0.0472
Si, 0.0229, -0.0006, 0.0009
Si, -0.019, 0.0171, -0.0285
Si, 0.0202, 0.0374, -0.0206
Si, -0.0022, -0.0069, -0.0139
Si, -0.0035, 0.0013, -0.0078
Si, 0.0032, -0.0058, -0.0156
Si, -0.0031, -0.015, -0.0192
Si, -0.0027, -0.0012, -0.0286
Si, -0.0044, -0.0213, -0.0073
Si, 0.016, 0.0125, -0.0422
Si, 0.0307, 0.0172, -0.0327
Si, -0.0125, -0.001, -0.0081
Si, 0.014, 0.0105, -0.0414
Si, -0.0049, -0.0045, -0.0041
Si, 0.0081, 0.0133, -0.0057
Si, 0.031, -0.0084, -0.0034
Si, -0.01, 0.0018, -0.0018
Si, 0.0032, 0.0206, -0.0437
Si, -0.0221, -0.0121, -0.0148
Si, 0.0175, -0.0109, -0.0241
Si, 0, 0.0029, -0.0323
Si, -0.0014, -0.0111, 0.0102
Si, -0.035, 0.0354, 0.001
Si, 0.007, -0.0177, -0.0421
Si, -0.0269, -0.0034, 0.0538
Si, 0.0027, 0.0274, 0.0498
Si, -0.0015, 0.0214, 0.0463
Si, 0.0205, -0.0175, 0.0316
Si, 0.003, 0.0093, 0.0809
Si, 0.0183, 0.0461, 0.0414
Si, -0.029, -0.018, 0.0461
Si, -0.0236, 0.0141, 0.0786
Si, -0.0051, 0.0005, 0.0699
Si, 0.0226, 0.0452, 0.0563
Si, -0.0094, -0.0535, 0.0529
Si, -0.0056, 0.0081, 0.0542
Si, -0.0206, -0.0017, 0.075
Si, 0.0147, 0.0135, 0.0757
Si, 0.0256, 0.0038, 0.0316
Si, -0.0018, -0.0152, 0.0698
Si, -0.0142, 0.024, 0.0351
Si, 0.0422, -0.022, 0.0435
Si, -0.0003, 0.0169, 0.0519
Si, -0.0184, -0.0063, 0.0274
Si, -0.0054, -0.0096, 0.0334
Si, -0.0068, 0.0178, 0.0371
Si, 0.0049, -0.0214, 0.0612
Si, -0.0006, -0.0211, 0.0338
Si, 0.0106, 0.0033, 0.0619
Si, 0.0017, -0.0145, 0.0741
Si, 0.0048, -0.0111, 0.0375
Si, -0.0062, 0.0015, 0.0215
Si, 0.0097, -0.0056, 0.0463
Si, -0.0072, 0.0402, 0.0571
Si, 0.0266, -0.0016, 0.0226
Si, 0.0025, 0.0009, 0.0474
Si, -0.0001, 0.0168, 0.0481
Si, -0.0113, -0.0011, 0.0524
Si, -0.02, -0.0193, 0.0768
Si, 0.0284, 0.007, 0.0674
Si, 0.1987, 0.0725, -0.7414
Si, -0.0725, -0.2284, -0.6959
Si, -0.2091, -0.2188, -0.7378
Si, 0.2562, 0.2371, -0.8153
Si, -0.1788, -0.0651, -0.7802
Si, 0.0643, 0.1815, -0.7212
Si, -0.2456, -0.0859, -0.7339
Si, 0.1578, 0.1705, -0.7611
Si, 0.2451, 0.1349, -0.7388
Si, -0.2579, -0.1255, -0.7232
Si, 0.026, 0.0818, -0.7469
Si, -0.0647, -0.3329, -0.7708
Si, 0.1841, 0.2513, -0.7298
Si, -0.1926, -0.1878, -0.7341
Si, -0.0268, -0.2548, -0.6907
Si, 0.1714, 0.1305, -0.7611
Si, 0.1395, 0.2347, -0.7436
Si, -0.1937, -0.0179, -0.6589
Si, 0.1714, 0.1105, -0.7396
Si, -0.1176, -0.1212, -0.7307
Si, 0.1709, 0.2287, -0.7472
Si, 0.041, -0.0726, -0.7196
Si, -0.0802, -0.1232, -0.7399
Si, 0.0816, 0.1997, -0.7533
Si, -0.0662, -0.0835, -0.7936
Si, 0.1506, 0.1565, -0.746
Si, 0.1791, 0.0876, -0.7765
Si, -0.159, -0.1971, -0.699
Si, 0.2933, 0.2495, -0.7636
Si, 0.1559, 0.0077, -0.7057
Si, -0.2879, -0.1668, -0.7915
Si, 0.2085, 0.0798, -0.7493
Si, -0.1987, -0.1991, -0.6967
Si, 0.2608, 0.2907, -0.6659
Si, 0.2014, 0.3531, -0.7244
Si, -0.1976, -0.0661, -0.722
Si, 0.0609, -0.0197, -0.0152
Si, -0.0232, 0.1306, -0.0481
Si, 0.0058, -0.0808, -0.0498
Si, 0.0156, -0.0127, 0.0188
Si, 0.0768, 0.1003, -0.1078
Si, 0.001, 0.0834, -0.1842
Si, -0.1436, 0.0368, 0.1275
Si, 0.0709, -0.0445, 0.0651
Si, 0.0894, -0.0309, 0.0707
Si, 0.0645, -0.0225, -0.2314
Si, -0.0292, 0.0534, 0.0929
Si, -0.0631, 0.032, -0.1304
Si, 0.0312, -0.0561, -0.0498
Si, -0.0273, 0.1396, 0.1251
Si, -0.1149, 0.0388, -0.1149
Si, 0.0057, 0.0558, 0.0907
Si, 0.0665, 0.042, 0.1785
Si, -0.0611, -0.0396, 0.0622
Si, -0.1058, -0.0776, -0.235
Si, 0.0057, 0.0331, -0.2641
Si, 0.0506, 0.0109, 0.1676
Si, -0.0428, 0.1618, 0.1527
Si, 0.0333, -0.0231, -0.0777
Si, 0.0025, -0.1259, 0.1142
Si, -0.0178, 0.0185, 0.0206
Si, -0.116, -0.0493, -0.2131
Si, 0.0398, -0.0065, -0.1417
Si, 0.0561, 0.0633, -0.0765
Si, 0.0354, 0.0203, -0.1777
Si, 0.0977, 0.0262, 0.0108
Si, 0.0826, 0.0045, 0.0421
Si, 0.0336, 0.0443, -0.0292
Si, -0.038, 0.0189, -0.0099
Si, -0.0459, -0.0425, -0.0308
Si, 0.0079, -0.1437, 0.0374
Si, 0.0073, 0.0479, -0.2493
Si, -0.049, -0.0293, -0.0024
Si, -0.0484, -0.0632, 0.1666
Si, 0.025, 0.0525, 0.0976
Si, 0.022, -0.1468, 0.11
Si, -0.0341, -0.1321, 0.0508
Si, -0.0752, 0.032, 0.0512
Si, 0.0012, -0.1319, -0.0656
Si, 0.0942, 0.0006, -0.0588
Si, -0.0105, 0.0453, 0.1062
Si, -0.026, -0.0887, 0.0331
Si, 0.0376, 0.0238, -0.0655
Si, 0.0412, -0.0565, 0.0287
Si, 0.0053, 0.0501, -0.079
Si, 0.0037, -0.0033, 0.1219
Si, 0.0652, -0.0378, -0.0035
Si, -0.058, -0.01, -0.0251
Si, 0.0973, 0.0071, 0.0106
Si, 0.1063, 0.0168, 0.0145
Si, 0.0448, -0.0028, 0.0329
Si, 0.0893, 0.0335, 0.1103
Si, -0.072, -0.1407, -0.0427
Si, -0.0298, -0.0417, 0.1168
Si, 0.0685, -0.0091, -0.1853
Si, -0.0214, -0.2102, -0.0794
Si, -0.046, -0.1065, 0.0443
Si, -0.0802, 0.105, -0.0346
Si, -0.0485, -0.0494, -0.0719
Si, 0.0062, -0.0093, 0.0816
Si, 0.1482, 0.0044, -0.0243
Si, -0.0345, 0.1402, 0.1043
Si, -0.0616, 0.0123, -0.052
Si, 0.1582, 0.0499, -0.0476
Si, 0.0034, 0.0138, 0.0364
Si, -0.0076, -0.0503, 0.1923
Si, 0.0874, 0.1333, 0.2254
Si, 0.0346, 0.0082, 0.0881
Si, 0.0869, -0.0492, 0.0356
Si, 0.0274, 0.1397, -0.0168
Si, -0.0998, -0.0971, -0.0392
Si, -0.0378, -0.0158, -0.0471
Si, 0.0342, -0.0505, -0.0402
Si, 0.0735, 0.1027, 0.0375
Si, 0.0201, 0.0246, 0.0071
Si, -0.0364, 0.0066, 0.1041
Si, -0.0821, 0.0233, 0.0908
Si, 0.0121, -0.0245, 0.1326
Si, -0.071, 0.0397, 0.1549
Si, 0.0162, -0.0408, 0.0485
Si, 0.0212, 0.0589, -0.1169
Si, -0.1394, 0.0563, -0.0043
Si, -0.0993, -0.0507, 0.0652
Si, 0.1325, 0.0315, -0.1483
Si, 0.0084, -0.0298, 0.1589
Si, 0.09, 0.1422, 0.0351
Si, 0.066, -0.0294, 0.0506
Si, 0.0064, 0.0505, 0.2025
Si, -0.0826, 0.0938, 0.0255
Si, 0.0616, -0.0786, -0.0107
Si, 0.0617, 0.1671, 0.131
Si, -0.0028, -0.0847, -0.041
Si, 0.1137, -0.1095, 0.0809
Si, -0.0755, -0.1316, -0.1465
Si, -0.1128, -0.0164, -0.0065
Si, 0.0595, -0.0719, 0.0737
Si, -0.0226, 0.0606, 0.019
Si, 0.038, -0.0362, 0.0537
Si, 0.0157, -0.1353, -0.1146
Si, 0.0193, -0.0031, 0.0813
Si, 0.0259, 0.0124, 0.1292
Si, -0.0547, -0.126, -0.1163
Si, 0.0144, -0.0787, -0.0369
Si, -0.0138, -0.0336, -0.2316
Si, 0.0062, -0.005, 0.0073
Si, -0.0017, 0.0008, -0.0019
Si, 0.0031, -0.0002, 0.0083
Si, -0.0071, 0.0009, 0.0024
Si, 0.0075, 0.001, 0.001
Si, -0.0127, 0.0043, 0.0049
Si, -0.0119, 0.0002, -0.0033
Si, 0.0151, 0.0081, 0.0027
Si, -0.0082, 0.0046, -0.0031
Si, 0.0007, 0.0055, 0.0074
Si, 0.0031, 0.0022, 0.0044
Si, 0.0145, 0.0106, -0.0038
Si, 0.0107, 0.0109, 0.0071
Si, 0.0058, 0.0018, 0.007
Si, 0.0003, -0.0024, 0.0165
Si, 0.0004, -0.0039, 0.0079
Si, -0.0041, 0.0068, 0.0035
Si, -0.0011, 0.0014, 0.0092
Si, 0.0072, 0.002, 0.0109
Si, -0.0038, -0.0117, 0.0077
Si, -0.0094, 0.0063, 0.0036
Si, -0.0038, 0.0093, 0.0089
Si, -0.0053, -0.0043, 0.011
Si, 0, -0.0116, 0.0107
Si, -0.0111, -0.0032, -0.0115
Si, 0.0001, 0.0011, -0.0059
Si, -0.0045, -0.0163, -0.0048
Si, 0.0039, -0.0088, 0.0054
Si, -0.0115, 0.011, -0.0025
Si, -0.0071, -0.0024, 0.005
Si, -0.004, -0.0013, 0.0159
Si, 0.0008, -0.0106, 0.0112
Si, 0.0065, -0.005, -0.0085
Si, -0.0034, -0.0164, 0.0005
Si, 0.0132, -0.0068, -0.0016
Si, 0.0048, 0.0028, 0.0052
Si, -0.0079, 0.0007, 0.0025
Si, -0.0065, 0.0005, -0.002
Si, -0.0033, -0.0087, -0.0045
Si, 0.003, -0.003, 0.0022
Si, 0.0046, 0.0001, 0
Si, -0.0027, -0.0029, -0.0019
Si, 0.0013, -0.0002, -0.0083
Si, -0.0043, 0.0015, -0.0036
Si, -0.0038, 0.0051, -0.0016
Si, -0.0024, -0.0011, -0.0002
Si, -0.0012, -0.0086, -0.0027
Si, 0.0069, -0.0117, -0.0064
Si, -0.0023, -0.0016, -0.0036
Si, 0.0045, -0.0036, -0.0009
Si, -0.0041, -0.001, -0.008
Si, 0.0006, -0.003, -0.0077
Si, 0.0066, -0.0018, -0.0081
Si, -0.0032, -0.0006, -0.014
Si, -0.0046, 0.013, -0.0072
Si, -0.0034, -0.0067, -0.0037
Si, -0.0027, -0.0113, 0.0055
Si, -0.0029, 0.0042, -0.0022
Si, -0.0024, 0.0027, -0.0062
Si, -0.0028, -0.0043, 0
Si, 0.0014, -0.0011, 0.0069
Si, 0.0042, -0.0019, -0.0014
Si, 0.008, 0.0084, -0.006
Si, -0.0058, 0.0066, -0.0013
Si, -0.0094, 0.0024, 0.0021
Si, -0.0045, 0.0154, -0.0038
Si, -0.0049, 0.0055, -0.0075
Si, -0.0019, 0.0164, -0.0075
Si, 0.001, 0.0065, 0.0022
Si, 0, 0.0005, -0.0034
Si, 0.0019, -0.0058, 0.0001
Si, 0.0055, 0.0016, 0.0009
Si, 0.0092, 0.0088, -0.0033
Si, -0.003, 0.0019, 0.0044
Si, 0.0016, -0.0049, 0
Si, -0.0028, -0.0044, -0.0038
Si, -0.006, -0.0044, -0.002
Si, -0.0034, -0.0016, -0.0089
Si, 0.005, 0.0103, -0.0044
Si, 0.0082, 0.0009, -0.0055
Si, -0.011, -0.0101, -0.0017
Si, 0.0004, 0.0001, -0.001
Si, 0.0155, 0.0116, -0.0031
Si, 0.0008, -0.0038, -0.0002
Si, -0.0019, -0.0012, -0.0015
Si, -0.002, -0.0025, -0.0023
Si, 0.0115, 0.0101, 0.0003
Si, -0.0122, -0.0082, 0.0045
Si, -0.0036, 0.0037, 0.0019
Si, 0.0102, 0.0176, -0.0036
Si, 0.0117, 0.0149, 0.0038
Si, 0, 0.0041, -0.0011
Si, -0.0055, 0.0005, -0.0006
Si, 0.0013, 0.0047, -0.0019
Si, -0.0037, -0.0104, -0.0038
Si, -0.0046, -0.0007, -0.0042
Si, -0.0025, -0.0025, -0.0017
Si, -0.004, -0.001, -0.0029
Si, -0.0098, -0.0075, -0.0067
Si, 0.0029, 0.0003, -0.0074
Si, 0.0011, 0.005, -0.0004
Si, -0.0002, -0.0078, 0.0004
Si, -0.0056, -0.0061, 0.0002
Si, -0.0002, -0.0059, -0.001
Si, 0.0097, 0.0082, -0.0075
Si, 0.0061, 0.0121, 0.0013
Si, -0.0083, -0.0068, -0.0084
Si, -0.0045, -0.0046, -0.0081
Si, -0.002, 0.0052, -0.004
Si, -0.0049, 0.0125, 0.0017
Si, -0.0006, -0.0011, 0.002
Si, -0.0037, 0.0042, 0.0002
Si, 0.0051, -0.0016, 0.0044
Si, -0.0006, -0.0026, -0.0011
Si, -0.0057, -0.0022, -0.0028
Si, 0.0013, -0.005, 0
Si, -0.0039, -0.0004, 0.0004
Si, 0.003, 0.0013, -0.0012
Si, 0.0022, -0.0016, -0.0036
Si, 0.0007, 0.0005, -0.0011
Si, 0.0019, -0.0014, -0.0027
Si, -0.003, 0.0058, 0
Si, 0.0011, -0.0011, 0.0001
Si, 0.0032, -0.0017, 0.0013
Si, 0.0026, -0.0031, -0.0002
Si, 0.0044, -0.0082, -0.0044
Si, -0.003, 0.002, -0.0008
Si, -0.0003, -0.0101, 0.0043
Si, 0.0041, 0.0007, -0.0006
Si, 0.0029, 0.0005, -0.0004
Si, -0.001, -0.0013, -0.0022
Si, -0.001, 0.0062, -0.0022
Si, 0.0047, 0.0034, 0.0044
Si, -0.0017, -0.0008, 0.0032
Si, -0.0077, 0.0001, -0.0003
Si, 0.0041, 0.0001, -0.0041
Si, -0.0041, 0.0069, 0.0006
Si, -0.0023, 0.0018, 0.0045
Si, -0.0059, 0.0033, -0.0011
Si, 0.0029, -0.0021, 0.0001
Si, 0.0023, -0.0014, -0.0017
Si, 0.0054, -0.0037, 0.0018
Si, 0.0026, 0.0045, 0.0042
Si, 0.0008, 0.0015, -0.001
Si, -0.0005, -0.0041, -0.0012
Si, -0.0048, -0.0016, -0.0032
Si, -0.0002, -0.0052, 0.0004
Si, 0.0016, -0.0048, -0.0017
Si, -0.002, 0.0009, -0.0006
Si, 0.0004, 0.0017, -0.0039
Si, 0.0089, 0.0005, -0.0039
Si, 0.0068, 0.0036, -0.0008
Si, -0.0027, 0.0038, -0.0011
Si, -0.0004, 0.0015, -0.0021
Si, -0.002, -0.0002, -0.0014
Si, 0.0005, 0.0036, -0.0019
Si, 0.0007, 0.0084, -0.0018
Si, 0.0049, 0.0042, 0.0011
Si, 0.0011, -0.0015, 0.001
Si, -0.0052, -0.0032, 0.0014
Si, 0.0021, 0.0014, 0.0022
Si, 0.0013, -0.0008, 0.0019
Si, -0.0007, 0.0004, 0.0017
Si, -0.0042, 0.0015, -0.0016
Si, 0.0057, 0.0055, 0.0012
Si, -0.0047, -0.0037, 0
Si, -0.0039, -0.003, -0.0015
Si, 0.0031, -0.0042, 0.0006
Si, 0.0005, -0.0035, -0.0012
Si, 0.0033, -0.002, 0.0014
Si, 0.0041, 0.0024, -0.0045
Si, -0.0001, 0.0003, -0.0049
Si, -0.0078, -0.0025, -0.0032
Si, -0.0065, 0.0019, -0.0028
Si, -0.0051, 0.0003, -0.0038
Si, -0.0033, -0.0004, -0.0001
Si, 0.0034, -0.0016, -0.001
Si, 0.0002, 0.0002, 0
Si, 0.0042, 0.0026, -0.0047
Si, 0.0051, -0.0049, -0.0023
Si, 0.0017, 0.0037, -0.0012
Si, 0.0023, -0.0012, 0.0004
Si, -0.0054, 0.0049, 0.0003
Si, -0.0037, -0.0001, -0.0019
Si, -0.0008, -0.0042, -0.0016
Si, -0.0025, 0.0016, -0.0029
Si, -0.0048, 0.0005, 0.0004
Si, 0.0008, -0.0013, 0.0004
Si, 0.0033, -0.007, -0.0007
Si, 0.0035, -0.0015, -0.0011
Si, 0.0066, -0.0024, -0.0028
Si, 0.001, -0.0069, -0.0025
Si, -0.0004, -0.0009, -0.0013
Si, -0.0001, -0.0011, 0.0008
Si, 0.0037, 0.0009, 0.0029
Si, 0.0025, 0.0012, -0.0001
Si, -0.0023, -0.0009, -0.0005
Si, -0.0003, 0.0012, -0.0021
Si, -0.0005, 0.0036, 0.0021
Si, -0.0021, -0.0028, 0.0009
Si, -0.0014, 0.0007, 0.001
Si, 0.0009, -0.0032, -0.0017
Si, -0.0017, 0.0045, -0.0031
Si, -0.0027, 0.007, -0.0008
Si, -0.0036, 0.0011, 0.0009
Si, -0.004, 0.0013, -0.0006
Si, -0.0024, 0.0008, 0.0002
Si, 0.0008, -0.0019, -0.0001
Si, 0.0058, 0.0021, 0.0003
Si, 0.0038, -0.0022, 0.003
Si, 0.0024, -0.0007, -0.0007
Si, 0.0003, 0.0048, -0.0004
Si, 0.0007, -0.0004, 0.0008
Si, 0.0034, 0.002, 0.002
Si, -0.0003, 0.0026, 0.0022
Si, -0.0048, 0.0028, -0.0005
Si, -0.0024, -0.0034, -0.0017
Si, -0.0005, 0.0003, -0.0008
Si, -0.0005, -0.0045, -0.0004
Si, -0.0004, 0.0011, -0.0001
Si, 0.002, 0.0002, -0.0007
Si, -0.0011, -0.0033, -0.0024
Si, 0.0031, 0.0011, 0.0009
Si, 0.0011, 0.0001, 0.0016
Si, -0.0006, 0.0029, -0.0004
Si, -0.0016, 0.0026, 0.0003
Si, 0.0008, 0.0016, -0.0017
Si, 0.0067, 0.0032, -0.0008
Si, 0.0019, 0.006, 0.0005
Si, -0.0001, 0.0008, 0.0023
Si, -0.0038, -0.0012, 0.0023
Si, 0.0008, -0.0021, -0.0002
Si, 0.0054, 0.0017, 0.0018
Si, 0.0014, -0.0023, 0.0031
Si, 0.0001, -0.0016, 0.0006
Si, -0.0048, 0.0026, -0.0009
Si, 0.0013, 0.0007, 0.0026
Si, 0.0001, -0.0015, 0.0012
Si, 0.0019, -0.0007, 0.0009
Si, -0.0005, -0.001, -0.0018
Si, 0.0026, 0.0029, -0.0005
Si, 0.0033, 0.0012, 0.0003
Si, 0.0016, -0.0027, 0
Si, -0.001, -0.0007, 0.0001
Si, -0.0079, -0.0012, -0.0033
Si, -0.0035, 0.0014, -0.0014
Si, -0.0004, -0.0001, -0.0014
Si, 0.0014, -0.0041, 0.0005
Si, 0.0019, -0.0023, 0.0018
Si, 0.0012, -0.0036, -0.002
Si, -0.0002, 0.0004, -0.0012
Si, -0.0007, 0.0004, 0.0003
Si, 0.0032, 0.0041, 0.0008
Si, 0.0015, 0.0001, 0.0011
Si, 0.003, 0.0062, -0.0011
Si, -0.0034, -0.0012, -0.0013
Si, -0.0039, -0.0027, -0.0013
Si, -0.0001, 0.0046, -0.0011
Si, -0.0026, -0.0011, -0.0021
Si, -0.0005, 0.0019, 0.0014
Si, 0.0023, -0.0019, -0.0002
Si, 0.0073, -0.0057, -0.0023
Si, -0.0037, -0.0027, 0
Si, -0.0001, -0.0019, -0.0005
Si, 0.0033, -0.0007, 0.0002
Si, -0.0005, -0.0033, 0.0002
Si, 0.0001, -0.0041, 0.0009
Si, 0.0018, 0.0033, 0.0003
Si, 0.0006, -0.002, -0.002
Si, -0.0018, -0.0001, -0.0003
Si, 0.0001, 0.0029, 0.002
Si, 0.0033, -0.0018, -0.0007
Si, 0.0024, -0.0008, 0
Si, -0.002, -0.0032, 0.0007
Si, -0.0006, 0.0021, -0.0013
Si, 0.0009, 0.0054, 0.001
Si, -0.0069, 0.0006, -0.0003
Si, -0.0037, -0.0016, 0.0002
Si, -0.0007, 0.0016, -0.0013
Si, -0.0022, -0.0025, 0.0017
Si, 0.0027, 0.0012, 0.0008
Si, 0.0011, -0.0012, 0.0013
Si, 0.0035, -0.0003, 0.002
Si, 0.0005, 0.0037, 0.0004
Si, -0.0042, -0.0017, 0.0004
Si, 0.0013, 0.0034, 0.0008
Si, 0.0025, 0.0065, 0.0019
Si, 0.0012, -0.0037, 0.0013
Si, -0.0013, -0.0035, 0.0008
Si, 0.0081, -0.0027, 0.0026
Si, -0.0013, -0.0004, -0.0007
Si, -0.005, 0.0005, 0.0004
Si, 0.0012, 0.0044, 0.0005
Si, -0.0034, 0.0008, 0.0001
Si, 0.0033, -0.001, 0.0003
Si, 0.0017, 0, 0.001
Si, 0.0007, -0.0007, 0.001
Si, -0.0044, 0.0064, 0.0014
Si, 0.0002, 0.0046, 0.0034
Si, 0.009, -0.0014, 0.0018
Si, -0.0015, 0.0006, 0.0004
Si, 0.0009, 0.0008, 0.002
Si, 0.0027, 0.0026, 0.0015
Si, -0.0009, 0.0018, 0.0017
Si, -0.0018, -0.0045, 0.0005
Si, 0.0019, -0.0011, 0.0031
Si, 0.0023, -0.007, 0.0017
Si, -0.0053, 0.0071, -0.0027
Si, -0.0019, 0.003, 0.0004
Si, 0.0055, -0.0059, 0.0014
Si, 0.0059, 0.0022, 0.0054
Si, 0.0013, -0.0024, -0.0024
Si, -0.0024, 0.0034, -0.0007
Si, -0.0078, 0.0043, -0.0005
Si, -0.0028, 0.002, 0.0019
Si, 0.0033, 0.0019, 0.0022
Si, -0.0042, -0.0021, -0.0001
Si, -0.0008, -0.0026, -0.0003
Si, -0.0014, 0.0023, 0.0024
Si, 0.0023, -0.0056, 0.0007
Si, 0.0023, 0.0001, 0.0021
Si, 0.0025, -0.0101, -0.0017
Si, 0.002, -0.0115, 0.0014
Si, 0.0001, 0.0055, 0.0001
Si, -0.0003, 0.0012, -0.0006
Si, -0.0007, 0.004, 0.0023
Si, 0.0051, 0.0001, -0.0015
Si, -0.0018, -0.0039, 0.0013
Si, -0.003, -0.0057, -0.0031
Si, -0.0031, 0.0019, -0.0045
Si, -0.0021, -0.0048, 0.0015
Si, 0.0002, 0.0005, -0.0006
Si, 0.0123, 0.0006, -0.0016
Si, 0.001, -0.002, -0.0036
Si, 0.0012, 0.0003, -0.0003
Si, 0.0032, -0.0008, -0.0048
Si, -0.0015, -0.002, 0.0027
Si, 0.0006, -0.0045, 0.0017
Si, -0.0087, -0.0066, -0.0009
Si, -0.0026, -0.005, 0.0026
Si, 0.0027, 0.0047, -0.0001
Si, 0.0013, 0.0025, 0.0011
Si, 0.0094, 0.0077, -0.0026
Si, -0.0103, -0.0111, -0.0035
Si, 0.0007, 0.0046, -0.0032
Si, 0.0066, 0.0041, -0.0037
Si, 0.001, -0.0013, 0.001
Si, -0.0048, 0.0024, 0.0023
Si, -0.0035, -0.0045, 0.0012
Si, 0.004, 0.0012, 0.0041
Si, -0.0053, -0.0023, 0.0026
Si, -0.0003, 0.0008, -0.0005
Si, -0.0001, 0.003, -0.0009
Si, -0.0034, -0.0058, 0.0017
Si, 0.0054, 0.0034, 0.0027
Si, 0.0044, 0.0054, 0.0026
Si, -0.0003, 0.0097, -0.0008
Si, -0.0015, -0.0044, -0.0008
Si, 0.0037, 0.0041, 0.0021
Si, -0.0001, -0.0006, -0.0017
Si, 0.0009, -0.0059, 0.0032
Si, 0.0062, -0.005, -0.0009
Si, 0.0035, -0.0017, 0.0068
Si, -0.0134, 0.0164, 0.0029
Si, -0.0001, 0.0065, -0.0029
Si, 0.0102, -0.0096, 0.0034
Si, -0.0008, -0.0022, 0.0018
Si, -0.0111, 0.0037, 0.0025
Si, -0.003, 0.0022, 0.0066
Si, 0.0128, -0.0107, 0.0008
Si, 0.003, -0.0081, 0.0042
Si, 0.0097, -0.001, -0.0009
Si, 0.0011, 0, 0.0056
Si, -0.0002, 0.0051, 0.0043
Si, 0.002, 0.0054, -0.0018
Si, -0.0039, 0.0074, 0.0102
Si, -0.0132, 0.0026, -0.0008
Si, 0.0062, -0.0058, 0.0035
Si, -0.0055, 0.0044, 0.0023
Si, 0.008, 0.0056, 0.0029
Si, 0.0075, -0.0081, 0.0021
Si, -0.0008, -0.0009, 0.0011
Si, 0.0073, 0.0022, 0.0044
Si, -0.0064, -0.0044, -0.0026
Si, -0.0054, 0.0065, -0.0006
Si, -0.0075, 0.0032, 0.008
Si, -0.0106, 0.0051, 0.0042
Si, 0.0104, -0.0092, 0.0022
Si, 0.0081, -0.0088, 0.0009
Si, -0.0091, 0.0106, -0.0017
Si, 0.0041, -0.0056, 0.0018
Si, 0.0051, -0.0015, 0.0028
Si, 0.0037, -0.0066, 0.0014
Si, -0.0018, -0.0055, 0.0086
Si, -0.0042, 0.0058, 0.0026
Si, 0.0048, -0.006, 0.0013
Si, 0.001, -0.0051, 0.0037
Si, 0.0085, 0.0113, 0.0012
Si, -0.0009, 0.0058, 0.0038
Si, 0.0089, 0.0012, -0.0001
Si, 0.0047, 0.0184, 0.0091
Si, 0.0016, 0.0016, 0.0034
Si, 0.0042, 0.0057, 0.0061
Si, 0.0115, 0.0025, -0.0035
Si, -0.008, 0.0009, 0.0045
Si, 0.0051, 0.0112, 0.0065
Si, -0.0078, -0.0041, -0.0016
Si, -0.0018, -0.0015, 0.0028
Si, -0.0034, -0.0091, 0.0038
Si, -0.0029, -0.0032, 0.0084
Si, -0.0017, 0, -0.0012
Si, -0.0015, -0.0079, -0.0033
Si, 0.005, 0.0004, -0.0018
Si, -0.0028, 0.0009, 0.0068
Si, 0.0025, 0.0001, 0.002
Si, -0.0022, -0.0041, 0.0027
Si, 0.004, 0.004, 0.0027
Si, 0.0041, -0.0054, 0.0001
Si, -0.0005, -0.0019, 0.0035
Si, 0.0112, 0.0033, 0.0006
Si, -0.0048, -0.0074, 0.0039
Si, -0.0033, 0.0016, 0.0058
Si, 0.0036, 0.0028, -0.0015
Si, -0.0017, 0.0057, 0.0018
Si, -0.0003, 0.0006, 0.0033
Si, 0.002, -0.0013, 0.0044
Si, -0.0009, -0.0058, 0.0004
Si, -0.0088, -0.0034, 0.0033
Si, 0.0018, 0.0075, 0.0016
Si, 0.001, -0.0014, -0.0005
Si, -0.0027, -0.0026, 0.0078
Si, 0.0015, 0.0033, 0.0019
O, -0.3419, -0.2447, 0.1879
O, -0.3738, -0.1814, -0.3288
O, 0.269, -0.2169, 0.4155
O, 0.0012, 0.0568, 0.4816
O, 0.2535, 0.195, 0.2912
O, 0.3658, -0.2063, -0.1418
O, 0.1178, 0.1403, -0.4871
O, -0.0297, -0.2763, 0.317
O, 0.0752, 0.1692, -0.1796
O, 0.2968, -0.1515, 0.3153
O, 0.2159, -0.2024, 0.2942
O, 0.358, -0.0759, 0.3113
O, 0.1516, 0.3751, 0.1978
O, 0.27, -0.2063, 0.5545
O, -0.0855, -0.2977, 0.3083
O, -0.504, -0.3438, 0.1305
O, 0.1917, -0.1583, 0.2829
O, -0.0942, 0.456, 0.0023
O, -0.345, 0.1929, 0.1898
O, 0.2229, 0.5714, -0.0788
O, 0.2572, -0.3131, -0.3921
O, 0.3201, 0.372, 0.1087
O, 0.0602, -0.2815, -0.3292
O, 0.2495, -0.4675, -0.4344
O, -0.1148, 0.0749, -0.2498
O, -0.3647, 0.2294, 0.242
O, -0.0037, 0.4852, 0.2133
O, 0.3174, -0.1542, 0.1957
O, -0.3086, -0.4038, 0.528
O, 0.3025, 0.5193, 0.2761
O, -0.1715, -0.1231, 0.3488
O, -0.0026, -0.1459, 0.45
O, 0.5182, 0.0429, -0.135
O, 0.0957, -0.1199, 0.416
O, 0.0324, -0.0146, 0.4783
O, 0.0971, 0.3502, -0.065
O, -0.128, 0.0699, 0.2652
O, 0.448, -0.5048, -0.2286
O, 0.1049, -0.0681, -0.4545
O, 0.0665, -0.0161, 0.4711
O, -0.0466, -0.1575, 0.4029
O, 0.2608, -0.236, 0.6693
O, 0.1293, -0.1318, 0.6025
O, -0.255, -0.1195, -0.3267
O, 0.3566, -0.5485, 0.2233
O, -0.1928, -0.0094, -0.2418
O, 0.1689, -0.4421, 0.0214
O, 0.0088, -0.1621, 0.4077
O, -0.0114, 0.3105, -0.087
O, -0.0391, 0.1575, 0.216
O, 0.4135, -0.0314, -0.2872
O, -0.0729, 0.0211, -0.2564
O, -0.0335, -0.011, 0.1853
O, -0.4471, 0.0596, -0.3405
O, 0.3716, 0.0491, 0.31
O, -0.3991, 0.008, 0.5123
O, -0.4252, 0.2927, -0.0579
O, -0.331, 0.3815, -0.0289
O, 0.2198, -0.3447, -0.0368
O, 0.5144, -0.3382, -0.0318
O, -0.2062, -0.2394, 0.1403
O, -0.007, 0.0377, 0.4947
O, 0.2283, 0.1223, 0.0201
O, 0.3139, -0.6907, -0.2156
O, -0.122, 0.0519, 0.4095
O, -0.2266, 0.312, 0.0504
O, -0.3524, -0.2132, -0.5036
O, -0.2264, 0.3145, 0.1748
O, -0.0787, 0.3103, 0.0406
O, 0.4115, -0.4845, 0.3786
O, -0.3516, -0.3764, -0.1573
O, 0.3057, -0.3162, 0.2862
O, 0.022, -0.4718, -0.2594
O, -0.121, 0.029, -0.4452
O, -0.1085, 0.046, 0.5411
O, 0.6575, -0.0274, -0.0814
O, -0.1603, -0.0617, 0.4609
O, 0.121, 0.0569, -0.5461
O, 0.3232, -0.0044, -0.7141
O, 0.0592, -0.2266, -0.2985
O, -0.253, 0.1947, 0.1811
O, -0.1106, -0.1557, -0.3992
O, -0.0756, 0.1369, -0.1981
O, -0.274, -0.0899, 0.55
O, 0.0123, -0.1982, -0.4766
O, 0.4962, -0.6109, -0.1179
O, 0.4479, -0.3353, 0.1663
O, 0.1315, -0.6236, 0.208
O, 0.0695, 0.1249, -0.3295
O, -0.5697, -0.1577, -0.0232
O, 0.2433, 0.0878, -0.2136
O, -0.1882, -0.3291, 0.07
O, -0.2151, 0.1839, 0.4704
O, 0.0481, 0.3212, 0.3143
O, -0.0507, -0.4886, -0.0585
O, -0.3432, -0.2636, 0.0593
O, -0.2946, 0.037, -0.1228
O, -0.0087, 0.1264, -0.3183
O, -0.0405, 0.0707, 0.0405
O, 0.0537, 0.1666, 0.0284
O, -0.3447, -0.1596, -0.0737
O, -0.0535, 0.4249, 0.1447
O, 0.1665, -0.1425, 0.3519
O, 0.0802, 0.3583, 0.6236
O, 0.2924, 0.162, -0.0849
O, 0.3374, 0.0367, 0.3751
O, 0.0526, -0.0627, -0.3327
O, 0.587, -0.0175, -0.234
O, -0.3931, 0.1725, -0.2469
O, -0.4779, 0.0149, 0.4
O, -0.0152, -0.2636, -0.1208
O, -0.4265, 0.0167, -0.1831
O, 0.3042, 0.1752, -0.3679
O, -0.0631, -0.3952, 0.073
O, 0.1382, -0.0266, 0.2808
O, -0.3006, -0.1064, 0.0914
O, -0.3331, -0.497, -0.1834
O, -0.0983, -0.1887, 0.2207
O, -0.5474, -0.125, 0.17
O, 0.6709, 0.098, 0.0344
O, -0.2835, -0.0945, 0.1712
O, -0.1287, -0.0748, -0.3418
O, 0.186, 0.1661, -0.342
O, -0.0759, -0.2824, -0.1547
O, -0.0122, 0.1092, 0.201
O, 0.3159, -0.2509, 0.4418
O, 0.363, 0.1553, -0.6107
O, -0.2604, 0.1286, 0.1863
O, -0.0804, 0.064, 0.2389
O, -0.0982, 0.113, -0.2896
O, -0.0072, -0.4366, -0.0169
O, 0.1955, -0.305, 0.4096
O, 0.1652, -0.2691, -0.5315
O, -0.1429, 0.4659, 0.0914
O, -0.058, 0.3422, 0.1964
O, 0.3951, -0.155, 0.3907
O, 0.1576, -0.038, 0.2364
O, 0.5392, 0.2949, 0.3207
O, -0.3594, -0.3868, 0.503
O, 0.1187, -0.0284, -0.0375
O, -0.0193, -0.0747, -0.3277
O, 0.5172, -0.1092, 0.2655
O, 0.0735, 0.0488, -0.1205
O, -0.1054, 0.216, 0.0503
O, 0.0928, -0.2723, 0.1732
O, -0.2427, 0.0589, -0.198
O, -0.2514, 0.336, -0.3265
O, 0.1905, 0.3639, 0.5174
O, 0.6068, -0.2538, -0.2666
O, 0.4449, -0.3024, -0.3968
O, -0.3742, -0.0546, 0.085
O, 0.3415, -0.114, 0.2896
O, -0.1915, -0.4413, -0.4159
O, 0.0807, -0.0291, -0.281
O, 0.095, -0.2283, 0.0732
O, 0.2515, 0.4937, 0.1383
O, -0.2636, -0.2425, -0.571
O, -0.3838, 0.3567, 0.1779
O, 0.2631, 0.0102, -0.1796
O, 0.0038, -0.0027, -0.2787
O, -0.0454, 0.2498, 0.3577
O, 0.4878, -0.1623, -0.0178
O, 0.0827, -0.1734, -0.1155
O, 0.1291, 0.4443, 0.6889
O, -0.1605, 0.1989, -0.3328
O, -0.0216, -0.1472, 0.2162
O, -0.5009, -0.091, -0.1833
O, -0.4316, 0.0353, 0.2655
O, 0.4123, 0.0879, 0.277
O, 0.0578, 0.3131, 0.254
O, -0.2251, 0.3225, -0.1031
O, 0.013, -0.0109, 0.383
O, -0.0422, -0.0641, -0.1606
O, -0.2032, -0.1728, -0.3461
O, -0.059, -0.2221, -0.301
O, -0.3146, -0.1835, -0.2427
O, 0.0217, 0.2529, -0.1894
O, -0.0111, -0.1677, 0.4434
O, -0.2294, 0.1291, -0.3696
O, 0.0858, 0.2915, -0.2786
O, 0.0941, 0.0842, -0.2276
O, -0.2924, 0.4591, 0.2718
O, -0.2798, -0.0237, -0.3687
O, -0.0517, -0.3189, 0.215
O, 0.2639, 0.2067, -0.1468
O, 0.0494, 0.3248, -0.3817
O, 0.3308, 0.4789, -0.2389
O, -0.6053, -0.407, 0.2316
O, 0.3875, -0.0134, 0.5029
O, 0.2039, 0.0428, -0.6558
O, 0.1798, 0.3599, -0.2852
O, -0.0218, 0.0558, -0.2312
O, -0.2298, -0.6001, 0.2027
O, 0.2116, -0.063, 0.4763
O, -0.0856, 0.4478, 0.1435
O, -0.1853, 0.1219, -0.4858
O, 0.1866, 0.3754, 0.0077
O, 0.2082, -0.1927, -0.3916
O, 0.4999, 0.1021, 0.0302
O, 0.2617, -0.0112, -0.2566
O, -0.2601, -0.1166, -0.007
O, -0.4651, 0.0587, 0.3073
O, 0.3334, -0.0083, -0.3402
O, 0.0007, 0.315, 0.1129
O, 0.1926, -0.3139, -0.7574
O, 0.2479, -0.2608, -0.1329
O, -0.1938, -0.6098, -0.0415
O, -0.2619, 0.045, -0.0566
O, -0.0444, -0.3064, 0.0189
O, -0.1824, -0.1399, -0.2051
O, 0.1051, -0.0498, -0.4494
O, -0.3716, 0.2677, 0.4287
O, 0.7789, 0.234, -0.1491
O, -0.1026, -0.0639, -0.5757
O, 0.3767, 0.071, -0.5996
O, -0.288, -0.2873, -0.06
O, -0.1737, 0.1044, 0.4107
O, -0.487, 0.0286, -0.2384
O, -0.055, 0.1785, 0.4082
O, -0.0337, 0.0027, 0.2363
O, 0.5184, -0.07, 0.2318
O, 0.3933, 0.0936, -0.257
O, -0.3753, 0.2425, -0.1533
O, 0.4215, 0.1834, 0.2691
O, -0.0592, -0.0073, 0.7562
O, -0.5315, -0.0626, -0.1765
O, 0.1428, 0.0246, -0.2051
O, -0.0273, -0.3031, 0.0326
O, -0.5817, 0.1871, -0.1117
O, -0.1092, 0.3819, -0.0444
O, -0.6179, -0.4052, -0.1566
O, -0.3398, 0.0011, -0.5202
O, 0.5432, 0.1615, 0.148
O, 0.2003, 0.2026, 0.3021
O, -0.2229, -0.111, -0.1551
O, 0.0205, 0.1553, 0.4075
O, -0.3158, -0.2682, 0.0097
O, 0.2624, -0.0522, -0.0209
O, 0.094, -0.0694, -0.4481
O, -0.1745, 0.2985, -0.2918
O, -0.1929, -0.0226, -0.2858
O, 0.4209, -0.1232, 0.5233
O, -0.4036, 0.556, -0.269
O, 0.1289, 0.2173, 0.4779
O, 0.1446, -0.5218, 0.0501
O, 0.2454, 0.0558, -0.0864
O, 0.1328, -0.0601, -0.1263
O, 0.0135, -0.3507, 0.1534
O, 0.0378, 0.1368, -0.4377
O, -0.3221, -0.3183, -0.3633
O, -0.101, 0.1479, 0.5824
O, -0.287, 0.1256, -0.1342
O, -0.1499, -0.4451, 0.1761
O, -0.2266, 0.1896, 0.1614
O, -0.7549, 0.069, -0.1608
O, -0.298, 0.0605, -0.333
O, -0.1113, -0.4742, -0.1137
O, -0.4154, 0.4747, -0.1955
O, -0.054, 0.0091, 0.5195
O, 0.0492, 0.2438, 0.0573
O, 0.0529, -0.1803, -0.1586
O, -0.0374, 0.0633, -0.334
O, 0.2991, -0.3812, -0.2281
O, -0.1058, 0.1423, -0.0047
O, 0.0996, -0.0307, 0.019
O, 0.1278, 0.0838, 0.2024
O, -0.1439, 0.1411, -0.2216
O, -0.0479, -0.3649, -0.2626
O, -0.4194, -0.1248, 0.412
O, 0.083, -0.1899, -0.0196
O, 0.4366, -0.1259, 0.1902
O, 0.3918, -0.0489, -0.3474
O, -0.4209, -0.0016, -0.2066
O, 0.4402, 0.1816, 0.2101
O, -0.218, -0.1378, 0.3284
O, -0.3365, 0.246, 0.5912
O, -0.2153, 0.1006, -0.0105
O, -0.6837, -0.1087, 0.134
O, -0.1078, -0.1248, 0.152
O, -0.1025, -0.0873, -0.2567
O, -0.0346, 0.1936, 0.3569
O, -0.2328, -0.0458, -0.0997
O, -0.4494, -0.0235, -0.6646
O, 0.0862, -0.0462, -0.0215
O, 0.6563, 0.2509, 0.0137
O, -0.2716, -0.2951, -0.0613
O, -0.4676, 0.3853, -0.3586
O, 0.2551, -0.0448, -0.4434
